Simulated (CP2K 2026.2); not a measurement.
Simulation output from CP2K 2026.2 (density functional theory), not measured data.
Periodic cell of 1896 atoms, Si1352O544, from a study of silicon, its oxide and their interface. The atomic structure is a simulated model.
Doubt: the forces sum to 4.22 eV/angstrom along one axis rather than to zero, so they err by at least 0.0022 eV/angstrom per atom on average; the grid cutoff is modest.

Settings: functional PBE; method Gaussian and plane waves; basis set DZVP-MOLOPT-SR-GTH; pseudopotentials GTH-PBE; grid cutoff 300 Ry, relative cutoff 40 Ry; k points Gamma only; occupations fixed; spin none; net charge 0.

Cell vectors (angstrom)
a	16.332	0	0
b	0	65.328	0
c	-0.0063	0.3248	31.946

Atoms and the computed forces on them: element, x, y, z (angstrom), force x, y, z (eV/angstrom)
Si	0.167	-0.193	0.276	0.017	0.236	0.644
Si	3.078	2.53	0.047	-0.222	0.06	0.699
Si	-0.212	5.778	0.178	0.066	-0.267	0.621
Si	2.739	7.827	0.246	0.045	0.227	0.665
Si	-0.558	11.087	0.239	-0.179	0.352	0.463
Si	2.074	14.069	-0.011	-0.106	0.33	0.466
Si	0.811	16.185	-0.015	0.793	-0.185	0.241
Si	2.564	19.062	0.379	0.035	0.055	0.64
Si	0.401	21.237	-0.106	-0.179	0.162	0.707
Si	2.796	24.525	-0.193	0.146	-0.127	0.58
Si	0.494	26.703	-0.119	0.009	0.128	0.712
Si	3.14	29.517	-0.187	-0.164	0.305	0.745
Si	-0.015	32.982	-0.074	0.061	-0.055	0.684
Si	3.335	34.856	-0.111	0.353	-0.208	0.624
Si	-0.038	38.471	-0.055	-0.005	-0.186	0.69
Si	2.398	41.226	0.073	0.175	-0.11	0.67
Si	-0.051	43.184	0.145	-0.03	0.288	0.646
Si	2.316	46.331	0.165	0.164	-0.038	0.664
Si	0.293	48.701	0.222	-0.043	0.08	0.746
Si	3.031	51.448	0.12	-0.142	0.064	0.663
Si	-0.293	55.004	-0.162	0.016	-0.206	0.75
Si	2.673	57.024	-0.025	-0.047	0.165	0.555
Si	-0.4	60.608	0.232	-0.045	-0.065	0.695
Si	2.459	63.049	0.026	0.203	-0.206	0.725
Si	5.369	0.361	-0.145	0.163	-0.222	0.679
Si	8.273	2.946	-0.035	-0.105	-0.123	0.674
Si	5.004	5.689	0.122	0.454	-0.362	0.112
Si	7.377	8.69	0.242	-0.144	0.126	0.704
Si	5.65	10.393	0.327	0.266	-0.189	0.543
Si	8.126	13.409	0.174	-0.142	0.184	0.632
Si	4.602	16.868	-0.333	-0.38	-0.534	0.421
Si	8.352	19.126	0.313	0.01	0.042	0.402
Si	6.377	21.432	-0.236	0.256	0.155	0.483
Si	8.525	24.218	-0.058	-0.221	0.106	0.637
Si	5.521	27.43	-0.04	0.114	-0.272	0.77
Si	8.558	30.178	-0.241	-0.27	-0.201	0.662
Si	5.232	33.163	-0.26	-0.257	0.069	0.46
Si	8.006	35.728	0.124	0.014	-0.04	0.681
Si	5.865	37.944	-0.058	-0.235	0.108	0.722
Si	7.72	41.12	0.077	0.379	-0.224	0.644
Si	5.674	43.536	0.285	-0.269	0.085	0.665
Si	8.484	45.953	-0.042	-0.031	0.208	0.666
Si	5.085	49.12	0.261	0.102	-0.01	0.703
Si	8.262	51.387	0.007	-0.275	0.275	0.655
Si	5.076	54.934	0.015	0.008	-0.175	0.655
Si	7.431	57.522	0.141	0.028	0.211	0.516
Si	5.777	59.235	0.144	0.118	-0.006	0.613
Si	8.29	62.231	0.034	-0.117	0.012	0.733
Si	11.753	-0.284	-0.192	0.279	0.212	0.464
Si	13.261	3.049	0.13	0.201	-0.079	0.607
Si	11.034	5.256	0.187	-0.044	0.201	0.671
Si	13.928	7.979	0.371	-0.104	-0.059	0.698
Si	10.355	11.179	0.201	0.058	-0.19	0.772
Si	13.77	12.448	-0.03	0.115	-0.575	0.539
Si	10.318	16.647	0.006	0.072	-0.029	0.634
Si	13.628	18.759	-0.258	-0.337	0.474	0.205
Si	10.717	22.044	0.154	0.147	-0.041	0.748
Si	13.579	24.581	0	0.099	-0.078	0.672
Si	11.814	27.142	-0.396	0.17	0.188	0.456
Si	13.711	30.199	-0.054	0.071	-0.1	0.569
Si	11.362	32.295	-0.003	-0.038	0.191	0.707
Si	13.939	35.066	-0.285	-0.128	0.275	0.648
Si	10.976	38.42	-0.408	-0.063	-0.09	0.692
Si	13.92	40.48	0.002	-0.126	0.091	0.726
Si	10.603	43.6	-0.052	0.248	-0.04	0.647
Si	13.795	46.323	0.123	-0.063	-0.078	0.713
Si	10.715	49.313	-0.039	0.246	-0.351	0.691
Si	13.126	52.15	0.194	-0.221	0.329	0.534
Si	11.303	53.762	0.087	0.166	-0.166	0.624
Si	13.854	57.324	-0.432	0.405	0.472	0.254
Si	10.32	59.886	-0.317	-0.306	-0.387	0.465
Si	12.324	61.385	1.54	0.219	0.31	0.408
Si	1.435	1.428	1.365	-0.017	0.04	-0.058
Si	4.081	4.066	1.504	-0.02	-0.062	0.003
Si	1.31	6.727	1.67	-0.043	0.028	-0.056
Si	3.915	9.444	1.534	0.003	-0.014	-0.047
Si	1.135	12.331	1.334	0.059	-0.067	-0.037
Si	3.896	15.048	1.139	0.001	0.012	-0.104
Si	1.386	17.645	1.683	0.017	0.018	-0.012
Si	4.11	20.284	1.538	-0.31	-0.158	0.363
Si	1.518	22.973	1.141	0	0.02	-0.046
Si	4.281	25.782	1.184	-0.007	0.024	-0.025
Si	1.543	28.419	1.164	0.009	-0.012	-0.048
Si	4.221	31.325	0.972	0.021	0.026	0.03
Si	1.583	34.031	1.265	0.001	0.029	-0.044
Si	4.186	36.727	1.093	-0.03	-0.01	-0.087
Si	1.408	39.559	1.396	-0.014	0.001	-0.062
Si	3.999	42.322	1.402	0.019	0.006	-0.05
Si	1.082	44.856	1.435	-0.007	-0.035	-0.06
Si	3.919	47.53	1.468	-0.011	-0.027	-0.049
Si	1.404	50.361	1.427	0.014	-0.038	-0.067
Si	4.105	53.154	1.284	-0.004	0.017	-0.022
Si	1.224	55.893	1.386	-0.003	-0.028	-0.043
Si	3.933	58.499	1.367	0.013	0.014	-0.079
Si	1.345	61.514	1.471	0.009	0.036	-0.065
Si	4.155	64.12	1.237	-0.007	0.008	-0.037
Si	6.934	1.433	1.256	-0.025	0.057	-0.053
Si	9.472	4.178	1.527	0.037	-0.021	-0.04
Si	6.586	6.849	1.461	0.034	-0.003	-0.083
Si	9.263	9.519	1.401	-0.03	-0.051	-0.086
Si	6.648	12.184	1.488	-0.031	-0.023	-0.06
Si	9.328	15.029	1.421	0.033	-0.039	-0.036
Si	6.879	17.911	1.642	0.421	0.216	0.395
Si	9.687	20.502	1.567	0.011	0.052	-0.005
Si	7.05	23.013	1.341	-0.005	0.009	-0.039
Si	9.583	25.8	1.257	-0.217	-0.325	0.406
Si	7.118	28.685	1.101	0.008	0.064	-0.042
Si	9.715	31.35	1.375	0.057	0.014	-0.017
Si	6.813	34.078	1.274	-0.003	-0.034	-0.019
Si	9.592	37.061	1.158	0.069	0.015	-0.039
Si	6.777	39.492	1.454	0.001	0	-0.024
Si	9.471	42.121	1.33	0.005	0.013	0
Si	6.942	44.996	1.493	0.034	0.043	-0.012
Si	9.632	47.595	1.207	0.013	0.012	-0.033
Si	6.735	50.306	1.423	-0.004	0.001	-0.034
Si	9.394	53.036	1.271	-0.024	0.047	-0.056
Si	6.558	55.903	1.542	-0.014	0.006	-0.034
Si	9.326	58.437	1.232	-0.052	0.006	-0.052
Si	6.665	61.117	1.268	0.02	-0.023	-0.066
Si	9.456	63.703	1.456	-0.369	-0.202	0.402
Si	12.303	1.354	1.425	-0.046	0.004	-0.022
Si	14.915	4.161	1.384	0.028	-0.038	-0.019
Si	12.226	6.817	1.473	0.022	-0.028	-0.075
Si	14.963	9.512	1.747	0.043	-0.007	-0.025
Si	12.072	12.033	1.549	0.027	-0.021	-0.071
Si	14.79	14.9	1.424	-0.066	-0.133	0.855
Si	12.144	17.631	1.222	-0.037	-0.02	-0.05
Si	14.99	20.192	1.165	0.02	0.048	-0.006
Si	12.302	23.199	1.395	0.024	0.012	-0.034
Si	15.209	25.691	1.267	-0.018	0.004	-0.012
Si	12.602	28.577	1.246	-0.012	0.014	-0.003
Si	15.191	31.393	1.251	0	0.03	-0.025
Si	12.421	34.016	1.181	0.039	0.009	-0.011
Si	15.097	36.72	1.034	-0.02	-0.002	-0.02
Si	12.382	39.295	1.266	-0.065	0.025	-0.02
Si	14.908	41.991	1.5	-0.017	-0.025	-0.057
Si	12.346	44.761	1.201	-0.05	0.025	-0.034
Si	14.931	47.751	1.546	0.036	-0.024	-0.116
Si	12.187	50.42	1.431	-0.01	0.027	-0.038
Si	14.931	53.272	1.181	0.01	0.001	-0.016
Si	12.011	55.606	1.419	-0.297	-0.468	0.464
Si	14.871	58.756	1.216	0.072	-0.062	-0.081
Si	13.784	62.801	0.42	-0.06	0.008	0.498
Si	15.085	64.1	1.773	0.023	-0.014	-0.03
Si	-0.006	2.768	2.713	-0.008	0.003	-0.006
Si	2.788	0.066	2.744	0.003	-0.042	-0.014
Si	0.034	8.165	3.009	-0.036	-0.01	0.041
Si	2.686	5.339	2.929	0.019	-0.028	0.005
Si	-0.133	13.609	2.832	-0.032	0.041	-0.009
Si	2.575	10.968	2.721	-0.038	0.016	-0.026
Si	-0.129	18.983	2.789	-0.037	0.047	0.02
Si	2.795	16.276	2.861	-0.005	-0.065	0.013
Si	0.165	24.3	2.608	0.011	-0.03	0.016
Si	2.788	21.775	2.723	0.009	0.01	0.035
Si	0.166	29.861	2.505	0	-0.02	-0.006
Si	2.885	27.111	2.594	0.011	-0.005	0.009
Si	0.13	35.421	2.515	-0.022	-0.009	-0.004
Si	2.85	32.541	2.534	0.023	-0.04	-0.008
Si	0.034	40.777	2.835	0.014	-0.004	0.041
Si	2.811	38.072	2.54	0.043	-0.011	0.003
Si	-0.137	46.259	2.842	0.012	0.012	0.054
Si	2.62	43.628	2.764	-0.002	0.005	0.034
Si	-0.06	51.814	2.583	-0.015	0.031	-0.016
Si	2.666	48.971	2.842	0	0	0.052
Si	-0.101	57.356	2.645	-0.037	-0.004	-0.005
Si	2.631	54.446	2.662	0.031	0.026	-0.014
Si	0.067	62.686	3.022	-0.017	-0.029	0.033
Si	2.658	59.978	2.683	-0.054	-0.027	0.011
Si	5.567	2.74	2.748	-0.013	-0.019	-0.008
Si	8.162	-0.039	2.663	0.018	-0.01	-0.011
Si	5.287	8.139	2.938	0.018	0.013	-0.004
Si	8.073	5.549	2.8	-0.044	0.005	-0.013
Si	5.296	13.712	2.631	-0.017	0.062	0.023
Si	8.064	10.912	2.883	-0.023	-0.027	-0.004
Si	5.475	19.111	3.014	-0.034	-0.033	-0.061
Si	8.091	16.345	2.886	-0.041	0.009	0.004
Si	5.553	24.381	2.579	-0.018	-0.023	-0.009
Si	8.277	21.785	2.886	-0.009	-0.005	0.008
Si	5.624	30.001	2.427	-0.043	-0.014	-0.01
Si	8.259	27.214	2.575	-0.024	0.006	-0.01
Si	5.464	35.421	2.631	0	0.017	0.03
Si	8.249	32.72	2.596	-0.011	0.01	-0.013
Si	5.344	40.856	2.716	-0.012	0.025	0.009
Si	8.246	38.196	2.721	-0.019	-0.054	0.005
Si	5.443	46.293	2.76	-0.019	0.003	0.022
Si	8.206	43.508	2.784	0.006	-0.013	0.021
Si	5.441	51.794	2.722	-0.022	-0.039	-0.009
Si	8.183	48.904	2.656	0.014	-0.006	-0.005
Si	5.235	57.229	2.893	0.008	0.047	-0.027
Si	8.07	54.463	2.654	-0.001	-0.056	-0.027
Si	5.392	62.616	2.6	0.032	0.046	0.014
Si	8.099	59.869	2.693	-0.002	-0.039	-0.01
Si	10.809	2.654	2.767	0.031	0.048	-0.002
Si	13.619	0.134	2.929	-0.009	-0.003	0.016
Si	10.773	8.199	2.731	0.041	0.075	0
Si	13.575	5.452	2.85	-0.008	0.009	0.023
Si	10.828	13.673	2.74	-0.039	0.01	-0.011
Si	13.453	10.797	2.988	0.033	0.042	0.017
Si	10.998	19.02	2.766	0.021	-0.039	0.028
Si	13.434	16.295	2.716	-0.015	0.021	-0.018
Si	10.964	24.548	2.74	-0.036	0.007	-0.02
Si	13.689	21.676	2.576	0.01	-0.026	-0.018
Si	11.03	29.813	2.588	0.015	0.012	0.021
Si	13.864	27.152	2.611	0.015	-0.017	0.006
Si	10.966	35.476	2.428	0.006	0.052	-0.021
Si	13.743	32.671	2.62	-0.026	-0.026	0.035
Si	10.943	40.735	2.573	-0.006	-0.004	-0.029
Si	13.739	37.951	2.59	0.052	-0.009	0.015
Si	10.996	46.226	2.584	-0.013	-0.044	0.028
Si	13.566	43.46	2.72	-0.009	0.027	-0.002
Si	10.749	51.73	2.752	0.025	0.039	0.022
Si	13.55	49.106	2.802	-0.019	-0.03	0.014
Si	10.693	57.104	2.674	0.063	0.049	-0.059
Si	13.61	54.496	2.736	0	0.026	-0.066
Si	10.869	62.585	2.911	0.002	-0.036	-0.059
Si	13.555	59.881	2.806	-0.007	0.027	-0.005
Si	1.296	4.029	4.227	-0.025	0.002	0.03
Si	4.144	1.401	4.115	-0.002	0.03	-0.022
Si	1.363	9.603	4.249	0.006	0.007	0
Si	4.004	6.754	4.285	-0.009	0.013	-0.001
Si	1.318	14.951	4.162	-0.015	0.003	-0.02
Si	3.985	12.322	4.07	0.02	-0.002	-0.024
Si	1.356	20.375	4.047	0.032	-0.031	-0.021
Si	4.114	17.648	4.244	0.002	0.008	0.023
Si	1.478	25.766	3.955	-0.01	0.016	-0.022
Si	4.159	23.134	4.055	0.003	-0.004	-0.028
Si	1.488	31.216	3.913	-0.002	0.01	0.018
Si	4.242	28.587	3.852	0.028	0.006	-0.032
Si	1.43	36.753	3.938	-0.006	0.016	0.019
Si	4.13	33.977	3.931	-0.017	0.042	-0.036
Si	1.354	42.2	4.134	-0.009	0.009	-0.022
Si	4.069	39.422	4.025	-0.035	0.018	0.024
Si	1.286	47.618	4.157	-0.005	0.027	-0.013
Si	4.059	44.929	4.097	-0.013	0.001	-0.014
Si	1.292	53.098	4.033	0.022	-0.024	0
Si	4.076	50.391	4.082	-0.009	-0.007	-0.026
Si	1.304	58.613	4.063	-0.023	-0.012	0.013
Si	3.934	55.779	4.139	0.003	-0.043	-0.006
Si	1.455	64.086	4.23	-0.003	0.026	-0.012
Si	4.05	61.31	4.05	0	0.009	-0.017
Si	6.806	4.124	4.173	-0.007	-0.019	0.017
Si	9.47	1.308	4.125	-0.022	0.008	-0.002
Si	6.71	9.533	4.218	0.011	-0.012	0.016
Si	9.464	6.859	4.153	-0.016	0.011	0.026
Si	6.692	14.956	4.14	0.008	-0.017	0
Si	9.484	12.29	4.155	0.039	0.016	-0.03
Si	6.879	20.474	4.261	0.005	0.048	0.007
Si	9.553	17.705	4.143	0.006	0.028	-0.017
Si	6.882	25.82	3.93	0.027	-0.022	0.003
Si	9.632	23.185	4.148	0.02	-0.011	0.002
Si	6.897	31.31	3.918	-0.011	-0.005	0.004
Si	9.637	28.515	3.972	0.024	0.005	-0.002
Si	6.865	36.75	3.984	-0.016	0.037	-0.004
Si	9.625	34.108	3.878	-0.024	0.015	0.017
Si	6.773	42.173	4.074	0.01	0.001	-0.022
Si	9.605	39.496	4.063	0.021	0.001	0.001
Si	6.808	47.643	4.09	0.03	0.007	0.024
Si	9.604	44.913	4.034	0.033	0.002	-0.025
Si	6.783	53.108	4.093	0.006	0.009	0.034
Si	9.458	50.311	4.081	-0.008	-0.014	0.004
Si	6.729	58.573	4.119	-0.023	0.031	0.014
Si	9.388	55.8	4.088	-0.004	0.02	0.039
Si	6.771	63.945	4.022	-0.011	-0.002	0.016
Si	9.453	61.194	4.141	-0.017	-0.02	0
Si	12.198	4.048	4.142	-0.012	-0.036	-0.034
Si	15.013	1.468	4.206	0.026	0.009	0.018
Si	12.097	9.453	4.262	-0.017	-0.056	0.031
Si	14.923	6.792	4.255	0.002	-0.01	-0.022
Si	12.162	14.972	4.172	-0.008	-0.009	-0.006
Si	14.868	12.239	4.221	0.018	0.013	-0.022
Si	12.35	20.395	4.084	0.001	0.021	-0.025
Si	14.851	17.626	4.12	-0.001	-0.03	-0.003
Si	12.401	25.88	4.009	0.004	0.016	-0.02
Si	15.058	23.025	3.981	0.006	0.004	-0.002
Si	12.357	31.257	3.928	-0.028	0.003	-0.025
Si	15.141	28.56	3.956	-0.004	0.001	0.016
Si	12.32	36.677	3.946	0.007	0.017	-0.025
Si	15.108	34.045	3.93	-0.003	0.008	-0.019
Si	12.21	42.11	4.03	0.016	-0.045	0.034
Si	14.987	39.358	4.046	-0.012	-0.008	0.01
Si	12.228	47.618	4.055	-0.02	-0.039	-0.002
Si	14.875	44.85	4.127	0.005	0.002	0.017
Si	12.193	53.11	4.051	-0.034	-0.036	0
Si	14.954	50.471	4.055	0.017	0.041	0.01
Si	12.131	58.478	4.042	-0.037	-0.029	0.012
Si	14.937	55.917	4.049	0.029	-0.004	-0.005
Si	12.242	64.012	4.192	0.014	0.006	-0.017
Si	14.947	61.241	4.185	0.033	-0.025	-0.019
Si	0.029	0.074	5.548	0.009	0.016	0.019
Si	2.738	2.701	5.527	-0.001	0	0.004
Si	-0.029	5.437	5.586	0.003	-0.007	-0.001
Si	2.692	8.197	5.6	-0.012	0.02	-0.008
Si	-0.062	10.908	5.581	-0.017	-0.002	0
Si	2.666	13.607	5.537	-0.007	-0.009	-0.012
Si	-0.054	16.328	5.489	-0.005	-0.005	0.016
Si	2.694	19.044	5.479	-0.016	0.012	0.013
Si	0.036	21.731	5.44	-0.007	-0.008	-0.002
Si	2.797	24.483	5.406	-0.006	0.005	0.023
Si	0.118	27.16	5.318	0.02	-0.013	0
Si	2.844	29.879	5.278	0.016	-0.019	0.004
Si	0.111	32.622	5.262	0.007	-0.008	-0.005
Si	2.761	35.343	5.29	0.015	-0.016	0.011
Si	0.06	38.049	5.372	0	-0.002	0.007
Si	2.723	40.787	5.412	0.011	-0.009	0.005
Si	-0.032	43.539	5.464	0.007	0.002	0.01
Si	2.707	46.285	5.469	-0.002	-0.008	0.004
Si	-0.063	49.045	5.435	0.003	-0.003	0.012
Si	2.67	51.739	5.412	-0.001	0.005	-0.002
Si	-0.038	54.507	5.392	0.003	0.006	-0.016
Si	2.621	57.203	5.451	-0.004	0.034	-0.007
Si	-0.017	59.905	5.514	-0.007	0.007	0.026
Si	2.76	62.646	5.513	0	-0.017	0.007
Si	5.461	-0.008	5.457	0.022	-0.019	-0.016
Si	8.162	2.723	5.497	-0.01	-0.006	0.005
Si	5.428	5.427	5.583	0.014	-0.004	-0.002
Si	8.116	8.194	5.554	-0.002	0.004	0.002
Si	5.352	10.952	5.498	-0.002	0.046	-0.016
Si	8.095	13.621	5.511	-0.015	0.019	-0.008
Si	5.446	16.306	5.596	0.015	-0.009	0.019
Si	8.22	19.052	5.546	0.026	-0.01	0.003
Si	5.462	21.82	5.515	-0.026	-0.02	0.026
Si	8.21	24.531	5.416	-0.022	-0.005	-0.001
Si	5.528	27.209	5.284	-0.042	-0.022	0
Si	8.248	29.919	5.279	-0.017	-0.014	-0.01
Si	5.517	32.645	5.293	0.008	0.006	0.001
Si	8.239	35.38	5.311	0.009	-0.005	0.005
Si	5.486	38.091	5.351	0.006	-0.024	-0.002
Si	8.186	40.827	5.401	-0.008	0.012	-0.003
Si	5.423	43.54	5.429	-0.018	-0.019	0.01
Si	8.187	46.248	5.398	-0.013	0.003	-0.004
Si	5.449	49.028	5.437	0	0.018	-0.004
Si	8.125	51.711	5.436	0.004	0.003	0.01
Si	5.385	54.453	5.445	0.004	-0.018	-0.006
Si	8.075	57.179	5.463	0.01	-0.011	0.009
Si	5.4	59.961	5.453	0.012	-0.023	0.008
Si	8.122	62.618	5.453	-0.036	0.002	-0.006
Si	10.856	0.017	5.528	-0.004	-0.007	0.005
Si	13.598	2.775	5.548	0.011	0.001	0.001
Si	10.839	5.449	5.485	0	0.017	-0.021
Si	13.534	8.137	5.59	-0.009	0.02	0.004
Si	10.806	10.916	5.562	-0.015	0.001	-0.005
Si	13.542	13.634	5.552	-0.009	0.007	0.014
Si	10.848	16.341	5.55	-0.005	0.01	0.008
Si	13.609	19.034	5.521	-0.013	-0.017	-0.008
Si	10.975	21.763	5.449	-0.001	0.017	0.015
Si	13.706	24.443	5.343	0.009	-0.025	0
Si	10.992	27.2	5.366	-0.006	-0.014	0.016
Si	13.721	29.911	5.3	-0.007	-0.022	0.006
Si	10.956	32.659	5.239	0.033	0.011	-0.036
Si	13.689	35.338	5.314	0.016	-0.013	0
Si	10.968	38.068	5.336	0.006	0.001	-0.002
Si	13.611	40.761	5.37	0.006	0.011	-0.003
Si	10.9	43.518	5.408	-0.014	0.019	0.004
Si	13.557	46.262	5.45	-0.014	-0.004	0.01
Si	10.852	48.968	5.418	0.01	0.011	0.008
Si	13.563	51.768	5.428	-0.006	0.013	0.002
Si	10.834	54.474	5.415	-0.005	-0.005	-0.008
Si	13.536	57.188	5.436	-0.009	0.046	0.003
Si	10.84	59.849	5.468	0.014	-0.012	0.002
Si	13.595	62.627	5.522	0.016	0.003	-0.004
Si	1.386	1.385	6.931	-0.003	-0.004	-0.003
Si	4.06	4.075	6.92	-0.002	-0.003	0.013
Si	1.32	6.827	6.936	-0.013	-0.01	0.003
Si	4.063	9.571	6.92	0.012	-0.016	0
Si	1.322	12.26	6.925	-0.004	0.005	-0.009
Si	4.044	14.96	6.911	-0.011	0.022	-0.002
Si	1.324	17.697	6.848	0.001	0.005	0
Si	4.079	20.417	6.83	0.007	-0.014	-0.014
Si	1.405	23.123	6.768	0.014	0.01	-0.004
Si	4.155	25.883	6.714	-0.005	0.007	0.008
Si	1.463	28.541	6.671	0.007	0	0.003
Si	4.153	31.276	6.653	-0.007	0.01	-0.004
Si	1.419	33.988	6.67	-0.007	0.01	-0.004
Si	4.117	36.705	6.674	-0.009	0.008	0.001
Si	1.366	39.433	6.757	-0.014	0.007	0.007
Si	4.082	42.153	6.769	-0.008	-0.003	0.003
Si	1.343	44.904	6.802	-0.008	0	0.001
Si	4.081	47.655	6.795	-0.001	0.014	-0.003
Si	1.33	50.375	6.788	-0.004	-0.005	-0.006
Si	4.036	53.083	6.795	0.006	-0.008	0.001
Si	1.296	55.831	6.814	0.003	-0.014	0.005
Si	4.039	58.558	6.785	0.001	-0.003	-0.006
Si	1.359	61.283	6.843	0.005	0.004	-0.009
Si	4.118	63.99	6.87	-0.005	-0.009	-0.012
Si	6.798	1.358	6.848	-0.01	0.01	-0.004
Si	9.513	4.086	6.867	-0.005	-0.007	0.001
Si	6.79	6.811	6.918	-0.003	-0.004	0.007
Si	9.463	9.552	6.926	-0.004	0.002	0.001
Si	6.746	12.266	6.889	0.023	-0.022	0.002
Si	9.469	14.978	6.893	0.003	-0.01	-0.007
Si	6.837	17.688	6.904	-0.005	0.004	-0.003
Si	9.591	20.434	6.855	0.002	0.002	-0.005
Si	6.848	23.186	6.819	0.003	0.015	0.004
Si	9.6	25.87	6.747	0.017	0.001	0.003
Si	6.88	28.564	6.662	0.024	0.004	-0.012
Si	9.592	31.302	6.63	-0.022	0.02	0.007
Si	6.868	34.002	6.659	-0.004	0.002	0.002
Si	9.58	36.729	6.689	-0.005	0.008	0.007
Si	6.831	39.44	6.732	0.003	0.001	0.006
Si	9.52	42.19	6.771	-0.003	0.008	0
Si	6.809	44.899	6.764	0.005	-0.002	-0.001
Si	9.506	47.614	6.791	0.012	-0.007	0
Si	6.78	50.371	6.819	0	-0.012	0.002
Si	9.502	53.082	6.775	0.001	-0.033	-0.001
Si	6.739	55.812	6.818	-0.02	0.011	-0.002
Si	9.482	58.506	6.828	-0.02	0.012	0.002
Si	6.774	61.276	6.839	-0.016	0.018	0.005
Si	9.492	63.964	6.847	0.005	-0.009	-0.007
Si	12.241	1.377	6.874	0.013	-0.008	0.004
Si	14.941	4.104	6.946	0.005	0.007	0.004
Si	12.184	6.774	6.918	0.019	-0.015	-0.008
Si	14.911	9.529	6.922	-0.01	0.003	-0.004
Si	12.198	12.259	6.916	0.005	-0.013	0.014
Si	14.937	14.984	6.892	0.015	-0.004	-0.005
Si	12.23	17.699	6.895	-0.012	0.025	-0.006
Si	15.002	20.401	6.839	0.021	-0.027	-0.001
Si	12.332	23.136	6.779	0.005	-0.01	-0.008
Si	15.049	25.83	6.701	0.003	0.006	-0.005
Si	12.337	28.582	6.695	-0.001	0.004	0.006
Si	15.064	31.286	6.651	-0.001	0.009	-0.001
Si	12.311	33.978	6.651	0.003	0.012	-0.001
Si	15.013	36.699	6.708	0.01	0.014	0.004
Si	12.27	39.427	6.746	0.016	-0.004	0.003
Si	14.947	42.139	6.764	-0.001	0.005	0
Si	12.225	44.88	6.797	0.009	-0.004	-0.004
Si	14.929	47.645	6.78	-0.003	0.01	-0.005
Si	12.226	50.35	6.76	-0.014	-0.005	-0.002
Si	14.94	53.132	6.768	-0.007	0.018	-0.01
Si	12.197	55.817	6.798	0.01	-0.011	0.003
Si	14.913	58.539	6.816	0.017	-0.01	-0.005
Si	12.206	61.241	6.829	-0.008	0.003	-0.01
Si	14.979	63.997	6.859	0.023	-0.009	0
Si	-0.006	2.733	13.7	0	0.004	0.002
Si	2.754	-0.031	13.664	-0.002	0.01	0.004
Si	-0.03	8.182	13.713	0.01	-0.005	-0.003
Si	2.719	5.476	13.64	0	-0.028	-0.019
Si	-0.006	13.668	13.724	0.011	0.007	-0.003
Si	2.715	10.938	13.715	-0.002	0.018	0.003
Si	0.008	19.09	13.684	0.009	0.006	0.002
Si	2.706	16.401	13.722	0.001	0.009	-0.005
Si	-0.016	24.52	13.594	0.013	-0.021	-0.004
Si	2.696	21.831	13.664	-0.012	0.001	-0.002
Si	0.016	29.959	13.466	-0.012	-0.011	0.01
Si	2.69	27.213	13.546	-0.008	-0.013	0.006
Si	0.036	35.377	13.471	-0.002	-0.003	0.001
Si	2.764	32.668	13.494	-0.013	0.009	0.002
Si	-0.005	40.793	13.567	0.009	0.01	0.011
Si	2.737	38.094	13.502	0.009	-0.001	0.002
Si	-0.012	46.27	13.571	-0.006	-0.005	-0.01
Si	2.665	43.494	13.523	0.009	0	0.011
Si	-0.037	51.74	13.512	-0.024	0.02	-0.02
Si	2.692	48.958	13.538	0.006	0.023	-0.021
Si	0.003	57.142	13.631	0.014	-0.016	0
Si	2.719	54.488	13.549	-0.04	0.007	0
Si	0.015	62.586	13.656	-0.005	-0.006	0.001
Si	2.717	59.879	13.63	0.006	-0.004	0.002
Si	5.495	2.713	13.61	-0.034	0.015	-0.004
Si	8.239	0	13.664	0.004	-0.001	0.008
Si	5.459	8.166	13.678	0.054	-0.008	0.003
Si	8.225	5.441	13.706	0.004	0.022	0.001
Si	5.422	13.612	13.722	0.01	-0.005	-0.009
Si	8.164	10.838	13.75	0.004	-0.006	-0.019
Si	5.42	19.142	13.688	-0.013	-0.003	0.001
Si	8.148	16.347	13.669	0.008	-0.005	-0.012
Si	5.43	24.563	13.584	0.007	0	-0.003
Si	8.141	21.823	13.668	-0.014	0.015	-0.01
Si	5.448	29.945	13.531	-0.002	0.002	0.01
Si	8.129	27.224	13.587	-0.004	-0.02	0.011
Si	5.477	35.366	13.484	0.004	-0.005	0
Si	8.201	32.624	13.466	0.016	-0.012	0.004
Si	5.454	40.775	13.534	0.009	-0.011	0.005
Si	8.174	38.045	13.509	0.022	-0.028	-0.004
Si	5.408	46.2	13.517	-0.007	0.005	0
Si	8.171	43.492	13.578	-0.01	-0.017	0.008
Si	5.489	51.711	13.538	-0.014	0.022	0.001
Si	8.169	48.971	13.547	-0.006	-0.006	-0.004
Si	5.425	57.176	13.559	0.01	0.016	0.002
Si	8.205	54.426	13.576	0.015	-0.015	0.006
Si	5.47	62.61	13.675	-0.003	-0.005	0.007
Si	8.171	59.9	13.631	-0.012	-0.008	0.005
Si	10.945	2.725	13.719	0.017	0.015	0.002
Si	13.631	0.022	13.689	-0.003	0.005	-0.003
Si	10.866	8.15	13.778	-0.016	0.008	-0.005
Si	13.593	5.424	13.775	-0.017	0.011	0.018
Si	10.899	13.598	13.698	-0.009	0	-0.006
Si	13.614	10.895	13.742	0.016	-0.012	0.002
Si	10.907	19.141	13.666	-0.006	0.012	-0.002
Si	13.64	16.358	13.726	0.011	0.015	0.006
Si	10.835	24.534	13.621	-0.021	0.001	-0.007
Si	13.581	21.85	13.687	-0.005	-0.005	0.008
Si	10.845	29.961	13.493	0	0.005	0.003
Si	13.575	27.245	13.517	-0.01	0.002	-0.002
Si	10.898	35.355	13.473	-0.006	0.005	-0.004
Si	13.594	32.661	13.442	-0.004	-0.004	0.001
Si	10.851	40.75	13.528	-0.007	0.004	-0.006
Si	13.624	38.053	13.499	-0.003	0.001	-0.008
Si	10.899	46.229	13.635	0.007	-0.012	0.013
Si	13.595	43.516	13.573	0.006	-0.008	-0.008
Si	10.915	51.687	13.591	0.025	-0.014	0.01
Si	13.571	48.993	13.565	-0.006	-0.031	0.004
Si	10.889	57.158	13.636	0	-0.017	0
Si	13.576	54.443	13.6	0.013	0.003	-0.002
Si	10.913	62.654	13.649	-0.029	0.047	0.003
Si	13.623	59.859	13.645	0.02	0.007	0.019
Si	1.385	4.117	15.001	0.015	-0.005	-0.003
Si	4.146	1.362	14.959	-0.027	-0.001	-0.005
Si	1.335	9.571	15.034	-0.034	-0.005	-0.014
Si	4.06	6.84	14.997	-0.056	0.041	0.044
Si	1.358	15.035	15.095	-0.017	-0.015	-0.002
Si	4.084	12.254	15.129	-0.018	0.017	0.021
Si	1.341	20.464	15.053	0.004	-0.008	0.015
Si	4.043	17.817	15.067	-0.008	0.016	-0.014
Si	1.318	25.88	14.958	0.021	-0.017	-0.011
Si	4.044	23.264	14.963	-0.017	-0.003	-0.02
Si	1.394	31.299	14.825	0.012	-0.007	-0.009
Si	4.058	28.574	14.869	-0.005	0.004	-0.002
Si	1.385	36.738	14.857	0.001	-0.015	0.019
Si	4.131	34.031	14.859	0	0.015	-0.013
Si	1.331	42.169	14.954	0.002	0.029	0.028
Si	4.103	39.413	14.899	-0.037	0.002	0.007
Si	1.327	47.644	14.951	0.008	0.005	0.048
Si	4.019	44.845	14.862	-0.024	0.049	0.003
Si	1.317	53.122	14.834	0.031	0.014	-0.04
Si	4.106	50.323	14.823	-0.007	-0.004	-0.015
Si	1.399	58.474	14.993	0.011	-0.028	0.01
Si	4.084	55.832	14.936	-0.037	0.008	0.011
Si	1.406	63.913	15.025	0.033	-0.004	0.022
Si	4.067	61.248	15	-0.01	0.013	0.007
Si	6.886	4.012	14.978	0.053	-0.037	0.047
Si	9.617	1.335	15.055	0.009	-0.013	0.011
Si	6.83	9.429	15.124	-0.001	-0.036	-0.004
Si	9.525	6.774	15.181	-0.014	0.017	0
Si	6.785	14.992	15.05	0.018	-0.017	0.007
Si	9.556	12.213	15.056	0.007	-0.007	-0.016
Si	6.764	20.507	15.071	0.028	0.015	0.016
Si	9.544	17.737	14.951	-0.014	-0.022	-0.024
Si	6.758	25.885	15.008	0.004	0.009	0.021
Si	9.474	23.192	15.044	0.021	0.018	-0.006
Si	6.844	31.302	14.861	0.014	-0.001	0.009
Si	9.467	28.637	14.897	0.009	0.026	-0.015
Si	6.826	36.692	14.885	-0.008	0.01	-0.009
Si	9.539	33.993	14.822	0.017	0.022	0.004
Si	6.817	42.103	14.924	-0.014	-0.026	0.02
Si	9.505	39.379	14.908	0.001	-0.005	0.002
Si	6.796	47.557	14.83	0.01	-0.013	-0.027
Si	9.518	44.838	14.978	0.02	0.033	0.039
Si	6.888	53.032	14.925	0.011	-0.005	-0.001
Si	9.542	50.314	14.921	-0.031	-0.009	0.005
Si	6.8	58.491	14.931	0.014	0.005	-0.007
Si	9.528	55.788	14.984	-0.011	0.005	0.012
Si	6.877	63.978	15.011	0.003	-0.04	-0.004
Si	9.514	61.317	14.971	0.016	0.013	-0.018
Si	12.259	4.045	15.187	0.011	-0.025	0.014
Si	14.964	1.39	15.083	-0.013	0.019	0.008
Si	12.27	9.502	15.107	0.008	-0.013	-0.014
Si	14.97	6.805	15.101	-0.007	0.001	-0.003
Si	12.293	14.936	15.05	-0.004	-0.047	-0.007
Si	14.979	12.292	15.084	-0.027	0.008	-0.008
Si	12.21	20.527	15.091	-0.007	0.004	0.011
Si	15.012	17.737	15.087	-0.002	-0.037	0.01
Si	12.19	25.935	14.922	0.031	0.01	0.02
Si	14.954	23.229	15.026	-0.008	0.015	0.008
Si	12.201	31.347	14.814	0.01	0.009	-0.016
Si	14.934	28.648	14.809	0.01	0.016	-0.037
Si	12.262	36.69	14.848	-0.001	-0.007	-0.034
Si	14.942	34.046	14.772	-0.016	-0.005	-0.007
Si	12.207	42.109	14.868	-0.014	-0.022	-0.02
Si	14.953	39.404	14.89	-0.027	-0.008	-0.006
Si	12.285	47.614	14.989	0.045	0.017	0.021
Si	14.967	44.891	14.925	-0.036	-0.011	0.017
Si	12.267	53.051	14.982	0.014	-0.025	0.015
Si	14.898	50.43	14.865	0.074	0.091	-0.01
Si	12.271	58.492	15.014	-0.012	-0.036	0.01
Si	14.935	55.791	14.976	-0.009	-0.004	-0.004
Si	12.278	63.996	15.05	0.005	-0.029	-0.028
Si	14.99	61.212	15.007	-0.004	0.028	-0.026
Si	0.035	-0.025	16.319	-0.002	-0.013	-0.009
Si	2.779	2.733	16.273	0.005	-0.001	-0.084
Si	0.061	5.458	16.412	0.003	-0.006	-0.031
Si	2.682	8.213	16.374	0.01	-0.028	-0.019
Si	0.022	10.943	16.424	0.033	0.006	0.029
Si	2.751	13.712	16.463	-0.001	0.002	0.004
Si	0.028	16.382	16.52	0.021	0.012	0.017
Si	2.683	19.157	16.502	0.03	-0.004	0.02
Si	-0.032	21.837	16.392	-0.014	-0.004	-0.01
Si	2.708	24.593	16.39	-0.023	0.017	0.012
Si	-0.109	27.29	16.19	-0.045	-0.018	-0.007
Si	2.72	29.929	16.222	-0.002	-0.003	0.027
Si	-0.009	32.707	16.059	-0.018	0.029	-0.005
Si	2.837	35.464	16.205	0.008	0.015	0.001
Si	-0.04	38.016	16.243	0.004	-0.006	0.012
Si	2.728	40.765	16.252	0.045	-0.02	0.004
Si	-0.075	43.527	16.33	0.018	-0.051	-0.003
Si	2.684	46.2	16.26	-0.011	0.003	0.03
Si	-0.065	49.135	16.191	-0.042	0.044	0.051
Si	2.789	51.807	16.053	-0.046	0.015	-0.058
Si	-0.065	54.369	16.286	-0.041	-0.043	-0.011
Si	2.739	57.12	16.41	0.001	-0.002	0.013
Si	0.038	59.828	16.332	-0.013	0.024	-0.013
Si	2.749	62.57	16.462	-0.014	-0.024	0.008
Si	5.516	0.028	16.323	-0.007	0.031	-0.032
Si	8.213	2.629	16.399	-0.061	-0.021	-0.029
Si	5.489	5.42	16.183	0.007	-0.016	0.048
Si	8.168	8.103	16.614	-0.024	-0.003	-0.007
Si	5.402	10.744	16.432	-0.013	-0.008	0.021
Si	8.127	13.533	16.355	0.013	-0.007	-0.022
Si	5.444	16.449	16.353	0	-0.019	-0.012
Si	8.206	19.084	16.316	-0.004	0.013	-0.007
Si	5.349	21.951	16.377	0.005	-0.006	-0.024
Si	8.062	24.501	16.426	-0.027	-0.03	-0.024
Si	5.368	27.278	16.327	-0.053	0.001	-0.003
Si	8.117	29.957	16.319	-0.052	-0.006	0.055
Si	5.506	32.67	16.202	0.005	0.042	0.009
Si	8.149	35.261	16.211	-0.009	-0.015	0.01
Si	5.499	38.069	16.266	0.034	-0.02	-0.017
Si	8.149	40.704	16.32	-0.024	0.015	-0.008
Si	5.377	43.464	16.192	-0.043	0.03	-0.002
Si	8.104	46.24	16.269	-0.029	0.027	0.019
Si	5.446	48.913	16.151	-0.032	0	-0.005
Si	8.226	51.649	16.335	0.014	-0.006	0.007
Si	5.566	54.505	16.173	0.05	0.016	0.008
Si	8.139	57.147	16.329	0	-0.038	0.012
Si	5.447	59.85	16.268	0.012	-0.012	-0.045
Si	8.228	62.669	16.436	-0.013	0.051	0.019
Si	11.013	0.064	16.486	0.064	0.03	0.031
Si	13.684	2.736	16.588	-0.002	0.021	-0.028
Si	10.837	5.362	16.565	-0.01	-0.046	-0.008
Si	13.579	8.107	16.499	-0.007	0.011	0.006
Si	10.943	10.889	16.455	-0.035	0.019	0.001
Si	13.63	13.6	16.507	-0.02	-0.015	-0.004
Si	10.897	16.344	16.273	0.01	0.051	0.013
Si	13.628	19.139	16.377	-0.01	-0.004	-0.01
Si	10.831	21.91	16.493	0.023	0.019	0.012
Si	13.556	24.644	16.325	0.017	0	-0.012
Si	10.818	27.315	16.263	0.035	-0.031	-0.014
Si	13.546	29.994	16.14	-0.017	-0.012	-0.027
Si	10.913	32.723	16.23	0.03	0.004	0.011
Si	13.611	35.345	16.225	0.007	0.007	-0.012
Si	10.888	37.992	16.221	0.021	-0.008	0.007
Si	13.524	40.728	16.218	-0.014	0.026	-0.012
Si	10.901	43.422	16.303	0.02	0.014	-0.003
Si	13.704	46.272	16.356	0.024	0.051	-0.073
Si	10.871	48.963	16.313	0.039	-0.011	0.015
Si	13.659	51.745	16.398	0.037	0.02	0.002
Si	10.876	54.378	16.321	-0.013	0.009	-0.005
Si	13.63	57.126	16.424	0.019	0.012	0.022
Si	10.884	59.941	16.249	-0.021	0.02	-0.025
Si	13.62	62.579	16.349	0.03	0.001	-0.008
Si	1.444	1.355	17.581	0.011	0.046	0.057
Si	4.203	4.071	17.556	-0.019	-0.072	0.016
Si	1.405	6.827	17.758	0.009	0.017	0.011
Si	4.024	9.429	17.872	0.038	0.013	0.024
Si	1.432	12.292	17.799	-0.018	-0.016	0.011
Si	4.113	15.174	17.78	-0.009	-0.011	0.027
Si	1.379	17.764	17.93	0.003	-0.008	0.01
Si	4.005	20.649	17.803	-0.026	-0.01	0.008
Si	1.345	23.2	17.723	0.011	-0.026	0.014
Si	3.99	26.036	17.797	0.023	-0.016	0.004
Si	1.24	28.612	17.522	0.011	-0.022	-0.047
Si	4.206	31.25	17.5	0.02	-0.027	-0.042
Si	1.373	34.079	17.338	-0.03	0.018	-0.036
Si	4.233	36.739	17.703	-0.001	-0.021	0.008
Si	1.35	39.366	17.544	0.014	0.016	-0.025
Si	4.143	42.062	17.63	0.049	-0.015	0.103
Si	1.359	44.847	17.682	0.074	0.057	0.074
Si	4.093	47.591	17.53	0.089	-0.011	-0.037
Si	1.395	50.576	17.401	-0.005	0.078	-0.071
Si	4.199	53.111	17.367	-0.018	0.017	0.006
Si	1.267	55.679	17.645	0.044	0.019	0.026
Si	4.199	58.506	17.724	-0.017	0.069	0.042
Si	1.385	61.088	17.781	0.067	-0.014	0.056
Si	4.194	64.037	17.683	-0.007	-0.018	0.049
Si	6.848	1.302	17.787	0.043	0.004	0.01
Si	9.41	3.967	17.908	-0.011	0.066	0.053
Si	6.673	6.602	17.807	0.033	0.052	0.086
Si	9.652	9.536	17.866	-0.018	-0.063	0.059
Si	6.779	12.102	17.709	0.034	-0.002	0.011
Si	9.513	14.972	17.57	-0.021	-0.059	0.009
Si	6.829	17.773	17.697	0.017	0.031	-0.023
Si	9.449	20.443	17.774	0.025	0.019	0.02
Si	6.651	23.213	17.896	0.073	0.017	0.019
Si	9.412	25.99	17.625	-0.008	0.025	0.033
Si	6.653	28.652	17.731	0.029	0.008	-0.036
Si	9.523	31.395	17.556	0.006	-0.013	-0.02
Si	6.815	33.965	17.684	-0.022	0.021	0.009
Si	9.556	36.554	17.521	0.025	-0.011	0.044
Si	6.794	39.35	17.756	-0.013	0.048	0.049
Si	9.526	42.022	17.68	0.008	0.013	-0.024
Si	6.658	44.853	17.546	0.014	0.07	0.01
Si	9.489	47.576	17.651	0.001	-0.01	-0.054
Si	6.835	50.165	17.538	0.043	0.002	-0.052
Si	9.538	53.057	17.755	0.062	-0.005	0.061
Si	6.84	55.734	17.728	-0.036	-0.018	0.014
Si	9.472	58.64	17.553	-0.038	0.038	0.031
Si	6.74	61.241	17.623	-0.01	-0.102	0.039
Si	9.639	64.066	17.833	-0.023	-0.036	-0.02
Si	12.35	1.383	18.028	-0.045	0.005	0.039
Si	15.166	4.11	17.872	-0.018	-0.065	0.035
Si	12.275	6.654	17.922	0.041	-0.003	0.047
Si	14.963	9.567	17.741	-0.019	-0.011	0.011
Si	12.283	12.214	17.906	0.021	0.024	0.027
Si	15.006	14.969	17.866	0.019	0.01	-0.008
Si	12.289	17.68	17.617	-0.025	-0.029	0.038
Si	14.941	20.499	17.805	-0.003	0.023	0.031
Si	12.235	23.367	17.785	-0.058	0.02	-0.009
Si	14.789	26.14	17.662	-0.076	0.018	-0.042
Si	12.175	28.718	17.575	0.005	0.01	-0.004
Si	14.909	31.407	17.39	-0.023	0.015	-0.031
Si	12.295	34.033	17.666	0.012	-0.031	0.007
Si	14.924	36.666	17.651	0.018	-0.004	0.003
Si	12.222	39.331	17.612	0.024	-0.003	0.026
Si	14.822	42.097	17.582	-0.052	0.049	0.039
Si	12.278	44.846	17.6	0.068	-0.056	-0.019
Si	15.005	47.813	17.683	0.111	0.048	0.137
Si	12.171	50.42	17.645	-0.022	-0.034	0.071
Si	15.059	53.066	17.879	-0.02	-0.019	0.01
Si	12.245	55.668	17.712	0.028	-0.061	0.02
Si	15.043	58.528	17.76	-0.025	-0.044	0.019
Si	12.216	61.229	17.675	-0.018	0.02	0.019
Si	15.044	63.91	17.655	-0.001	0.02	-0.007
Si	0.462	2.863	19.072	0.199	0.396	-0.5
Si	2.891	0.174	18.972	0.037	-0.009	-0.04
Si	0.072	8.288	19.069	0.049	-0.026	0.046
Si	3.147	5.702	18.884	-0.015	0.077	0.127
Si	0.1	13.632	19.219	0.023	0.011	0.031
Si	2.814	10.968	19.228	-0.016	0.033	0.047
Si	-0.034	19.165	19.241	0.02	-0.017	0.018
Si	2.878	16.533	19.359	0.009	0.056	0.084
Si	-0.066	24.753	18.757	0.012	-0.005	0.011
Si	2.642	21.967	19.341	-0.005	-0.004	0.001
Si	-0.198	29.992	18.716	-0.024	-0.04	0.12
Si	2.53	27.46	19.082	0.019	-0.036	0.028
Si	0.079	35.304	18.852	-0.01	-0.013	0.096
Si	2.716	32.636	18.529	-0.003	0.012	0.031
Si	-0.114	40.689	18.796	0.004	-0.033	0.04
Si	2.769	38.119	18.953	0.011	0.015	0.003
Si	1.345	46.029	19.791	0.259	0.067	-0.377
Si	2.713	43.394	18.908	-0.045	0.136	0.056
Si	0.36	51.804	19.169	0.026	0.031	0.187
Si	2.602	49.025	18.602	0.068	-0.182	0.028
Si	-0.002	57.054	19.124	0.032	0.036	0.026
Si	2.812	54.315	18.786	-0.044	-0.002	-0.007
Si	0.017	62.523	19.04	-0.011	-0.033	-0.042
Si	2.718	59.642	19.16	-0.257	-0.3	-0.424
Si	5.714	2.951	19.024	-0.078	0.031	0.026
Si	8.209	0.018	19.258	-0.052	0.003	0.068
Si	4.834	7.487	19.033	0.052	-0.02	-0.024
Si	7.468	4.752	19.114	0.037	0.019	-0.008
Si	5.472	13.632	18.886	-0.032	0.037	0.018
Si	8.294	10.973	19.166	-0.052	0.058	0.026
Si	5.783	19.536	18.883	0.196	0.244	-0.43
Si	8.122	16.244	18.96	-0.054	-0.064	0.058
Si	5.325	24.737	19.285	0.016	-0.005	0.053
Si	7.545	21.257	18.978	-0.041	-0.007	-0.031
Si	5.375	30.047	19.193	-0.01	-0.021	0.062
Si	8.036	27.287	19.038	0.003	0.029	0.063
Si	5.533	35.302	19.166	0.027	0.016	0.023
Si	8.177	32.577	19.032	-0.02	0.004	0.067
Si	5.375	40.71	19.152	-0.012	-0.009	0.068
Si	8.203	37.823	18.916	-0.063	-0.032	-0.025
Si	5.317	46.195	18.997	-0.051	-0.005	0.008
Si	7.938	43.344	18.779	-0.056	-0.049	0.012
Si	5.432	51.614	18.653	0.036	-0.052	0.021
Si	8.077	48.832	19.053	-0.049	0.03	0.044
Si	5.483	57.075	19.11	-0.005	0.01	-0.012
Si	8.126	54.327	19.157	-0.008	-0.05	-0.017
Si	5.514	62.658	19.041	-0.05	0.006	0.006
Si	8.204	60.048	18.989	0.289	0.213	-0.48
Si	10.783	2.702	19.375	-0.175	-0.355	-0.349
Si	13.861	-0.111	19.203	0.064	-0.041	0.049
Si	10.993	8.114	19.265	0.022	0.015	-0.056
Si	13.902	5.499	19.286	0.059	0.039	-0.025
Si	10.893	13.759	19.033	0.046	-0.006	0.076
Si	13.671	10.819	19.296	-0.009	0	0.025
Si	10.852	18.938	18.947	0.049	0.039	0.043
Si	13.631	16.416	19.114	0.002	0.015	0.074
Si	10.853	24.878	19.064	0.446	0.394	-0.231
Si	13.634	21.983	19.122	0.305	0.215	-0.378
Si	10.878	30.13	18.934	0.061	-0.023	0.014
Si	13.42	27.514	19.149	0.083	-0.03	0.072
Si	10.876	35.302	19.044	0.001	-0.011	0.022
Si	13.683	32.645	18.967	-0.029	0.003	0.081
Si	10.768	40.511	19.055	-0.038	-0.021	0.105
Si	13.528	37.971	19.066	0.068	0.011	0.046
Si	10.624	45.892	18.832	-0.064	-0.002	0.048
Si	13.607	43.555	19.026	-0.035	-0.175	-0.597
Si	11.018	51.823	19.155	0.248	0.415	-0.4
Si	13.416	49.028	19	0.132	-0.072	-0.809
Si	10.807	57.2	18.749	0.017	-0.033	-0.041
Si	13.622	54.386	19.269	0.011	0.097	0.07
Si	11.015	62.646	19.144	0.036	0.034	-0.05
Si	13.596	59.915	19.042	0.043	0.036	-0.011
Si	2.375	3.85	20.148	0.151	-0.166	-0.69
Si	3.854	1.947	20.319	0.058	0.255	-0.509
Si	1.184	9.829	20.442	0.109	-0.016	-0.678
Si	5.546	7.859	21.215	-0.213	-0.277	-0.652
Si	1.704	14.823	20.531	-0.156	0.183	-0.675
Si	4.003	12.659	20.41	0.117	-0.24	-0.674
Si	1.459	20.33	20.654	-0.21	0.244	-0.648
Si	3.854	18.206	20.9	-0.132	-0.518	-0.508
Si	1.277	25.864	20.269	-0.033	0.256	-0.613
Si	3.637	23.748	20.636	0.267	-0.314	-0.58
Si	1.321	31.325	19.798	-0.016	-0.053	-0.568
Si	3.472	29.197	20.384	0.223	-0.158	-0.726
Si	1.758	36.383	20.081	-0.317	0.208	-0.699
Si	3.829	33.938	20.054	0.289	-0.072	-0.542
Si	1.161	42.071	20.119	0.013	0.272	-0.56
Si	3.483	39.888	20.373	0.269	-0.273	-0.673
Si	0.541	48.052	19.205	-0.21	-0.073	0.009
Si	3.527	45.216	20.166	-0.024	-0.118	-0.616
Si	2.41	52.533	20.248	-0.247	-0.089	-0.483
Si	3.752	50.598	19.884	-0.356	0.126	-0.48
Si	1.972	57.68	20.259	0.061	-0.025	-0.702
Si	3.692	55.993	20.101	-0.117	0.225	-0.504
Si	1.519	63.97	20.133	0.045	0.007	-0.524
Si	3.931	62.005	20.68	0.318	0.196	-0.561
Si	7.845	5.829	21.169	0.287	0.039	-0.704
Si	9.46	1.373	20.801	-0.134	0.158	-0.695
Si	8.013	9.576	21.049	0.382	-0.046	-0.642
Si	9.396	7.632	20.957	-0.254	0.004	-0.464
Si	7.222	14.45	20.172	0.212	-0.059	-0.531
Si	9.094	12.929	20.216	-0.169	0.044	-0.595
Si	7.962	21.638	21.22	-0.15	-0.128	-0.517
Si	9.665	17.378	20.214	0.07	0.003	-0.627
Si	6.733	26.119	20.668	0.216	-0.471	-0.288
Si	10.125	23.42	21.532	0.1	0.055	0.026
Si	7.146	31.041	20.519	-0.169	0.065	-0.614
Si	9.387	28.817	20.157	0.005	0.024	-0.442
Si	7.28	36.326	20.483	-0.35	0.122	-0.721
Si	9.408	34.02	20.384	0.25	-0.122	-0.721
Si	6.713	42.214	20.392	-0.023	-0.284	-0.664
Si	9.852	38.681	20.291	0.303	-0.025	-0.502
Si	7.069	47.113	20.282	-0.242	0.033	-0.652
Si	9.119	44.688	20.179	0.149	-0.163	-0.533
Si	6.745	52.678	20.266	0.017	0.175	-0.633
Si	8.788	50.323	20.744	-0.229	-0.379	-0.413
Si	6.868	57.933	20.824	-0.413	-0.31	-0.374
Si	9.335	56.097	20.177	-0.132	-0.209	-0.558
Si	7.429	63.37	20.279	0.241	-0.107	-0.56
Si	9.241	61.668	20.303	-0.128	0.287	-0.438
Si	12.901	4.293	21.005	0.258	0.111	-0.466
Si	15.556	0.576	20.76	-0.348	-0.186	-0.609
Si	12.887	8.898	20.518	0.095	-0.081	-0.558
Si	14.802	7.371	20.48	-0.289	0.021	-0.503
Si	11.978	15.346	20.375	0.079	-0.076	-0.749
Si	15.294	12.012	20.536	-0.064	0.141	-0.74
Si	12.239	19.742	20.618	-0.166	-0.182	-0.561
Si	14.792	17.907	20.546	0.109	-0.164	-0.681
Si	11.637	26.67	20.518	0.092	-0.213	-0.757
Si	14.995	23.531	20.201	-0.124	-0.237	-0.64
Si	12.572	31.055	20.304	0.204	-0.166	-0.528
Si	14.376	29.397	20.183	-0.322	0.062	-0.657
Si	11.722	37.072	20.342	-0.053	0.029	0.003
Si	15.543	33.547	20.12	-0.21	0.098	-0.803
Si	12.267	41.41	20.559	-0.427	-0.112	-0.395
Si	14.816	39.535	20.272	0.148	-0.339	-0.639
Si	11.591	46.943	20.55	-0.132	-0.181	-0.459
Si	15.688	44.31	21.163	-0.08	-0.233	0.014
Si	12.333	52.998	20.745	-0.291	0.386	-0.345
Si	15.902	49.903	20.267	0.59	0.148	-0.801
Si	12.295	58.302	20.165	0.079	0.059	-0.556
Si	14.621	56.151	20.489	0.124	-0.201	-0.709
Si	12.822	63.491	20.414	0.132	-0.114	-0.478
Si	14.493	61.702	20.331	-0.124	0.225	-0.592
Si	11.821	10.002	25.594	0.027	-0.053	-0.01
Si	-5.492	-1.013	25.462	-0.099	-0.002	0.053
Si	0.322	22.303	22.586	-0.031	-0.183	0.072
Si	-0.556	6.508	23.447	-0.015	0.208	-0.144
Si	-2.296	17.541	27.434	0.028	0.015	-0.059
Si	5.976	13.267	22.583	0.078	0.051	-0.171
Si	14.12	24.293	27.318	-0.144	-0.01	-0.052
Si	-7.567	22.621	26.82	-0.213	-0.051	0.096
Si	-4.48	30.992	27.236	-0.091	-0.07	0.006
Si	3.917	37.433	27.805	-0.006	0.02	0.065
Si	1.72	36.318	22.976	0.043	-0.029	0.034
Si	6.856	48.109	29.979	0.082	-0.078	0.075
Si	5.357	46.438	27.91	0.002	0.04	0.081
Si	-1.143	39.523	23.3	-0.047	-0.157	-0.146
Si	4.187	61.234	27.06	-0.07	-0.019	0.041
Si	11.534	-7.104	29.618	0.08	0.093	0.093
Si	12.633	9.018	29.678	-0.018	0.009	-0.008
Si	19.566	-8.416	27.852	0.017	0.116	0.039
Si	1.241	-0.348	24.687	0.056	-0.032	0.007
Si	1.831	5.048	22.931	0.117	0.05	-0.02
Si	11.002	21.549	25.489	-0.045	-0.117	0.1
Si	4.879	13.73	25.37	-0.013	-0.062	-0.083
Si	15.205	34.396	25.561	0.131	-0.023	0.022
Si	-2.295	43.724	26.337	-0.082	0.009	-0.112
Si	6.644	38.644	27.174	-0.072	-0.049	-0.006
Si	9.613	34.268	29.948	0.006	0.001	-0.015
Si	8.724	42.853	22.439	0.155	-0.123	-0.036
Si	2.123	35.565	28.88	-0.01	-0.06	0.051
Si	7.752	45.531	26.65	0.107	0.012	-0.154
Si	-4.855	42.493	27.213	-0.006	-0.132	-0.029
Si	10.248	55.453	29.549	0.011	-0.025	-0.024
Si	6.132	47.699	23.179	0.057	-0.065	-0.065
Si	-0.884	67.047	25.339	-0.094	0.014	-0.01
Si	22.362	57.806	23.848	0.066	0.141	-0.089
Si	1.134	9.827	30.103	-0.057	0.025	0.071
Si	21.367	0.78	25.871	-0.046	-0.079	-0.102
Si	-0.179	9.477	27.287	-0.053	0.01	0.085
Si	20.267	10.989	29.605	0.052	-0.041	0.076
Si	-8.262	18.866	22.547	0.023	0.102	0.004
Si	21.588	18.331	23.604	-0.085	0.072	-0.126
Si	13.686	27.343	27.457	-0.082	-0.085	-0.005
Si	5.8	22.54	27.122	0.075	0.004	-0.004
Si	14.201	37.115	24.732	-0.042	-0.04	-0.094
Si	20.21	34.578	24.07	0.035	0.035	-0.096
Si	14.948	29.02	23.235	0.023	-0.039	-0.077
Si	0.938	46.928	24.772	0.107	0.023	0.085
Si	8.19	48.255	25.105	0.128	-0.004	-0.08
Si	12.593	56.221	24.232	0.029	-0.044	-0.059
Si	18.517	52.201	29.164	-0.002	0.064	0.1
Si	7.511	73.113	29.276	-0.123	0.077	0.165
Si	7.207	55.805	29.842	-0.111	0.174	0.182
Si	15.574	55.835	23.511	-0.147	0.061	-0.169
Si	5.663	-2.127	22.712	-0.033	-0.048	-0.085
Si	-2.771	7.845	27.195	-0.019	-0.007	-0.076
Si	2.784	8.078	22.618	-0.022	0.012	-0.082
Si	13.361	12.651	25.22	-0.126	0.009	0.066
Si	3.151	13.772	29.021	-0.112	-0.11	0.131
Si	4.983	23.701	29.671	-0.147	0.024	0.27
Si	-3.534	28.776	25.165	0.06	-0.016	-0.01
Si	1.414	33.085	24.794	-0.114	0.152	-0.107
Si	2.586	28.75	26.213	0.058	-0.026	-0.029
Si	-0.117	49.99	29.329	0.049	0.061	0.141
Si	-9.942	40.294	29.698	-0.049	0.018	0.203
Si	15.424	53.326	24.987	0.017	-0.044	-0.013
Si	11.094	54.523	22.041	0.331	-0.448	-0.315
Si	2.545	65.667	27.418	-0.051	-0.033	-0.065
Si	16.488	61.35	28.147	-0.025	-0.13	-0.03
Si	5.161	-32.868	22.516	0.19	-0.043	-0.107
Si	4.139	16.724	26.042	-0.095	0.026	-0.025
Si	3.992	4.69	24.994	-0.009	0.062	0.089
Si	-4.264	11.748	29.657	0.008	0.119	0.073
Si	16.153	16.067	22.753	0.001	0.043	-0.103
Si	19.339	26.339	24.465	-0.061	-0.078	0.034
Si	6.901	26.1	29.626	0.112	-0.038	0.122
Si	-1.412	23.929	24.277	0.061	-0.009	-0.121
Si	7.221	32.427	29.488	0.001	0.102	0.108
Si	11.088	32.508	22.71	0.06	-0.072	-0.092
Si	12.597	46.203	25.401	0.026	0.061	-0.06
Si	11.58	41.488	30.119	-0.083	-0.07	0.167
Si	12.162	40.104	23.239	-0.021	-0.057	-0.208
Si	3.73	41.792	29.373	0.1	0.009	0.1
Si	17.376	51.104	25.519	0.017	-0.09	-0.047
Si	15.149	45.222	29.967	-0.048	0.065	0.05
Si	5.016	51.951	27.845	-0.03	0.055	-0.039
Si	15.963	62.354	25.386	-0.072	0.112	0.179
Si	22.3	-10.597	24.357	-0.048	-0.027	-0.033
Si	20.059	0.372	23.133	-0.045	0.088	-0.033
Si	17.854	8.187	25.245	-0.026	-0.136	-0.04
Si	17.592	16.023	25.484	-0.034	-0.033	-0.029
Si	6.872	23.523	24.777	-0.053	0.035	0.052
Si	12.363	19.14	25.707	0.084	-0.029	-0.033
Si	7.568	24.494	22.162	-0.175	0.428	-0.399
Si	16.536	26.384	23.144	-0.019	-0.068	-0.053
Si	21.347	27.903	22.725	0.055	0.017	-0.103
Si	7.257	30.883	26.715	0.118	-0.029	0.074
Si	14.647	32.11	27.341	0.114	-0.063	-0.16
Si	17.197	48.424	27.207	-0.004	-0.065	-0.075
Si	7.534	50.907	29.195	0.016	0.055	0.064
Si	21.931	54.928	27.489	0.028	0.081	0.048
Si	8.981	54.519	24.01	0.026	0.148	0.038
Si	10.855	61.959	27.09	0.032	0.09	0.012
Si	16.669	67.935	27.826	0.032	0.031	0.046
Si	20.283	49.597	22.683	0.003	0.076	-0.036
Si	25.042	3.469	23.122	-0.085	-0.142	-0.104
Si	7.544	-0.481	29.882	-0.092	0.026	0.07
Si	9	-7.585	24.448	0.004	-0.001	-0.023
Si	-6	15.898	29.082	0.005	-0.025	0.077
Si	10.371	7.079	29.524	-0.043	-0.041	0.113
Si	-3.524	24.596	22.188	0	0.026	-0.04
Si	1.527	38.317	29.161	0.033	-0.004	-0.032
Si	1.814	30.037	28.839	0.016	-0.119	0.07
Si	-5.823	29.274	29.614	0.085	0.077	0.018
Si	8.4	28.063	27.78	-0.082	0.032	0.049
Si	-6.798	50.346	27.027	-0.04	-0.023	0.115
Si	19.709	58.87	25.322	0.169	-0.122	0.011
Si	-15.498	49.376	23.012	0.067	-0.058	-0.049
Si	12.53	59.2	24.19	-0.015	0.028	-0.034
Si	-1.069	60.349	23.114	-0.148	0.046	-0.031
Si	14.472	54.413	27.679	0.125	-0.034	0.049
Si	17.261	-10.331	28.884	0.072	-0.03	0.149
Si	-2.504	13.946	22.566	0.043	0.031	-0.178
Si	13.371	0.079	27.002	-0.094	-0.049	0.055
Si	17.334	4.128	30.212	0.055	0.105	0.004
Si	7.529	14.454	29.179	-0.081	0.013	0.077
Si	17.767	41.032	27.755	0.012	0.067	-0.027
Si	3.628	37.351	24.899	-0.051	-0.06	-0.058
Si	0.092	43.709	27.988	0.094	0.015	0.008
Si	9.813	32.325	25.339	0.002	-0.036	-0.075
Si	1.148	41.245	24.595	0.052	0.016	0.073
Si	4.976	30.176	24.6	0.056	-0.05	0
Si	9.978	41.191	24.939	-0.096	0.028	-0.129
Si	5.752	39.468	24.349	0.065	-0.119	-0.032
Si	3.41	47.81	26.174	-0.112	-0.055	0.026
Si	10.076	48.445	22.762	-0.058	0.052	-0.071
Si	4.355	53.852	22.102	-0.274	-0.011	-0.196
Si	10.976	52.677	25.497	-0.007	0.092	-0.148
Si	1.136	58.233	23.188	0.072	-0.037	-0.042
Si	13.733	51.668	29.116	-0.096	0.036	0.139
Si	11.508	-0.168	22.612	0.184	-0.084	-0.031
Si	12.916	5.714	23.702	-0.089	-0.026	-0.15
Si	-4.424	5.395	27.325	-0.025	-0.03	-0.085
Si	-0.477	12.368	26.667	0.059	0.001	0.104
Si	11.404	13.707	27.385	-0.001	0.076	-0.011
Si	11.435	8.261	23.189	0.084	-0.024	-0.21
Si	25.012	11.827	22.947	-0.025	0.129	-0.112
Si	14.69	22.73	29.814	-0.064	-0.109	0.23
Si	12.008	36.968	22.684	0.042	-0.034	-0.517
Si	6.709	44.654	23.988	-0.005	-0.013	0.063
Si	10.943	27.066	26.332	0.101	0.097	0.162
Si	3.997	50.825	25.334	0.03	-0.023	-0.039
Si	4.298	59.41	29.35	-0.039	-0.051	0.019
Si	10.399	-5.646	22.399	-0.136	0.119	-0.01
Si	10.964	-6.324	26.636	-0.049	-0.006	-0.059
Si	-6.689	11.942	25.901	0.025	0.084	-0.02
Si	-0.801	17.311	29.753	-0.023	0.022	0.031
Si	-9.451	12.206	27.137	-0.036	0.1	0.092
Si	2.199	13.331	26.182	0.163	0.069	0.038
Si	11.148	24.092	26.73	-0.026	-0.079	0.215
Si	3.134	23.384	23.585	0.099	0.048	-0.106
Si	-0.795	15.263	27.699	-0.021	-0.038	0.034
Si	0.811	32.755	28.991	0.034	0.035	0.108
Si	20.062	40.886	23.079	0.026	-0.002	-0.226
Si	15.932	34.204	22.974	0.082	-0.052	-0.201
Si	12.646	46.824	29.372	0.102	-0.026	0.054
Si	16.656	43.993	25.082	-0.065	0.021	0.076
Si	-7.654	63.799	27.256	0.009	0.056	0.155
Si	28.184	-10.243	27.008	-0.054	-0.038	-0.007
Si	20.94	-21.731	22.318	0.056	0.054	-0.019
Si	13.872	-2.745	27.502	0.046	-0.034	-0.049
Si	6.421	3.373	25.304	0.034	0.145	-0.046
Si	5.13	16.228	28.756	-0.011	0.005	-0.072
Si	11.356	18.4	28.244	-0.014	0.074	0.098
Si	-0.978	28.82	29.701	0.097	-0.01	0.14
Si	13.024	48.597	23.774	0.024	-0.069	-0.039
Si	9.078	38.278	25.546	0.115	0.1	-0.097
Si	11.861	36.939	26.411	-0.091	-0.102	0.033
Si	13.213	51.66	23.466	-0.19	-0.079	-0.119
Si	6.145	70.396	30.248	-0.4	0.194	0.564
Si	13.501	45.925	22.6	0.135	0.036	0.018
Si	13.831	67.18	22.819	-0.027	-0.03	-0.102
Si	20.395	72.539	26.295	0.047	-0.062	-0.01
Si	6.267	-2.175	25.66	-0.003	0.153	-0.004
Si	11.666	2.487	27.577	-0.039	0.034	-0.027
Si	11.111	3.882	25.1	-0.154	0.017	0.022
Si	18.765	-2.284	29.021	0.108	-0.019	-0.01
Si	5.443	9.441	27.607	0.031	-0.033	0.073
Si	15.233	2.048	30.313	-0.03	0.018	0.007
Si	12.461	20.552	30.195	0.431	-0.556	0.443
Si	27.11	19.598	23.391	0.074	-0.031	0.061
Si	21.397	21.3	24.685	0.095	-0.063	0.044
Si	10.679	45.419	27.571	0.04	0.138	-0.091
Si	11.834	36.371	29.478	-0.064	-0.035	0.177
Si	28.074	49.492	28.861	0.058	0.042	0.072
Si	16.53	30.423	25.423	-0.06	-0.002	0.059
Si	11.074	34.782	24.455	-0.026	0.016	-0.034
Si	24.333	38.219	22.76	0.111	-0.089	-0.204
Si	20.197	44.865	30.021	0.028	-0.09	0.15
Si	17.751	59.502	29.994	0.014	-0.284	0.037
Si	5.153	70.145	27.474	-0.013	-0.112	-0.056
Si	9.992	66.924	29.948	0.017	0.001	0.021
O	6.133	0.159	30.426	-0.003	-0.25	-0.324
O	0.442	-0.485	21.034	0.049	-0.463	0.374
O	10.573	-9.985	27.964	-0.268	0.233	-0.385
O	4.19	1.786	31.406	-0.276	-0.165	-0.277
O	0.56	5.584	30.762	-0.044	0.181	-0.185
O	-1.253	8.318	26.904	0.08	-0.152	-0.446
O	3.798	1.428	21.898	0.038	-0.212	0.412
O	-5.287	11.116	30.735	0.102	-0.517	-0.452
O	-5.184	8.436	29.904	-0.211	0.579	0.253
O	2.373	10.864	29.995	-0.228	0.151	0.097
O	2.848	13.711	20.934	-0.165	0.2	0.416
O	-2.563	18.48	26.141	0.51	0.292	-0.27
O	3.623	12.746	25.691	0.005	-0.537	-0.048
O	9.281	18.239	31.542	-0.057	0.032	-0.352
O	4.028	12.421	28.863	0.316	0.115	-0.477
O	1.628	25.945	31.268	-0.074	-0.007	-0.506
O	-4.287	27.29	27.533	-0.151	0.279	0.354
O	3.342	37.931	26.373	-0.202	0.276	-0.235
O	13.628	21.52	29.585	-0.062	0.089	-0.583
O	-1.816	29.856	30.629	-0.001	0.368	-0.363
O	1.101	36.823	28.634	-0.638	-0.033	-0.092
O	3.714	22.148	24.433	-0.388	-0.324	0.043
O	-1.211	39.839	31.376	0.053	0.031	-0.359
O	2.916	27.177	25.875	0.038	-0.13	0.559
O	1.069	41.007	26.188	0.066	-0.203	-0.101
O	-3.842	31.541	31.405	0.252	-0.159	-0.227
O	-4.985	37.628	30.4	-0.094	-0.17	-0.067
O	-3.119	31.592	27.869	0.233	-0.05	0.419
O	7.405	44.522	25.436	0.31	-0.398	0.226
O	10.67	21.089	23.993	-0.047	0.498	-0.458
O	1.195	42.587	31.572	-0.142	0.225	-0.118
O	-1.089	43.833	30.83	-0.436	-0.212	-0.243
O	1.351	47.899	31.611	0.079	-0.12	-0.616
O	24.112	62.999	26.18	0.318	-0.662	-0.282
O	-10.275	47.683	28.653	0.13	0.161	-0.174
O	-1.419	50.665	28.706	-0.062	-0.229	-0.541
O	11.661	60.834	32.257	0.432	0.008	-0.173
O	24.04	68.536	24.36	0.05	-0.085	0.222
O	2.581	51.571	25.548	0.026	0.573	0.16
O	1.717	58.038	30.714	-0.288	-0.445	-0.387
O	1.85	56.257	28.415	-0.251	0.342	-0.169
O	7.612	64.418	28.314	-0.308	0.375	-0.362
O	3.824	56.239	31.439	-0.151	-0.229	-0.513
O	12.522	69.673	24.455	0.413	-0.457	0.208
O	19.847	51.726	28.389	0.115	-0.181	0.046
O	6.082	-10.36	30.691	0.018	-0.788	-0.11
O	9.534	2.729	31.014	0.29	0.381	0.065
O	4.174	-9.672	27.538	-0.255	-0.491	-0.367
O	10.762	-5.821	30.239	0.03	0.12	-0.321
O	-3.72	-8.289	32.335	-0.392	0.137	-0.227
O	3.857	7.117	31.577	0.165	0.068	-0.267
O	12.379	3.929	27.86	0.445	-0.092	0.367
O	4.126	15.021	29.03	-0.02	-0.134	0.061
O	-0.721	16.207	32.393	-0.518	0.332	-0.204
O	2.312	13.827	30.401	-0.119	-0.252	-0.09
O	6.588	15.582	28.51	0.286	0.257	-0.547
O	4.478	15.156	25.973	-0.109	-0.147	0.416
O	-3.861	8.929	22.121	0.255	0.303	0.165
O	1.755	14.511	25.164	-0.149	-0.188	-0.496
O	12.757	17.601	28.426	0.11	-0.106	0.244
O	14.965	12.645	25.358	0.273	0.205	-0.331
O	5.172	17.056	30.116	0.306	0.49	-0.207
O	-2.211	23.89	30.795	0.343	0.221	-0.132
O	9.904	30.013	30.919	0.274	-0.096	0.095
O	4.954	21.14	32.177	-0.2	-0.14	-0.203
O	3.879	28.671	21.867	-0.241	0.199	0.296
O	5.29	21.221	26.305	-0.32	-0.503	0.269
O	14.963	23.431	28.39	0.556	-0.157	-0.136
O	10.531	33.136	30.636	-0.104	0.039	-0.52
O	10.476	27.793	20.933	0.005	0.06	0.497
O	-1.418	35.977	25.642	0.054	0.334	0.45
O	10.741	40.189	30.717	-0.44	0.132	-0.193
O	7.644	29.365	27.177	-0.324	-0.046	-0.202
O	0.953	38.384	30.668	0.319	0.012	0.033
O	3.165	38.302	28.975	0.401	0.45	0.359
O	11.575	41.489	28.492	0.243	-0.464	-0.27
O	11.27	43.957	27.822	0.045	-0.037	0.501
O	7.758	46.902	30.57	0.083	-0.197	-0.403
O	-0.414	49.726	30.884	-0.449	0.341	-0.051
O	12.573	45.876	21.285	0.241	-0.695	-0.089
O	4.594	48.175	23.11	-0.296	-0.473	0.058
O	4.081	50.599	31.593	-0.065	-0.278	-0.455
O	11.251	49.384	30.4	0.007	0.016	-0.023
O	5.724	48.554	31.023	-0.279	-0.034	-0.007
O	-2.901	57.264	20.795	-0.096	0.262	0.029
O	14.131	53.094	28.524	0.187	0.061	0.012
O	5.341	62.149	26.472	0.167	-0.087	-0.173
O	5.758	64.674	25.808	0.117	0.135	0.21
O	12.402	63.974	21.95	0.246	-0.154	0.316
O	13.199	55.396	27.861	0.083	0.364	0.373
O	11.428	58.284	28.005	0.162	-0.554	-0.037
O	-5.904	65.591	21.494	0.024	-0.409	-0.322
O	17.258	-2.87	29.047	-0.523	0.158	0.151
O	19.76	-4.948	25.915	-0.182	0.437	-0.311
O	12.375	-3.346	27.663	0.02	-0.254	0.544
O	16.034	2.851	26.357	0.13	0.488	-0.217
O	9.27	-3.906	31.31	-0.249	-0.049	-0.262
O	7.601	8.695	30.602	0.272	0.102	-0.133
O	25.068	0.593	29.973	-0.168	-0.121	0.249
O	7.229	13.013	28.5	0.234	-0.468	0.14
O	11.202	6.175	28.514	0.12	0.025	-0.047
O	2.26	-0.275	23.422	-0.17	-0.522	-0.271
O	5.921	10.931	27.272	-0.259	0.086	-0.266
O	13.911	24.436	21.02	-0.238	0.432	0
O	11.302	12.677	28.619	-0.308	-0.095	0.084
O	11.558	19.777	29.07	-0.35	0.286	-0.063
O	11.386	21.527	30.897	-0.124	0.238	-0.346
O	14.452	17.997	30.759	-0.228	-0.087	0.186
O	9.61	23.391	31.435	0.026	-0.266	-0.689
O	10.902	32.1	26.534	-0.183	0.617	0.267
O	11.671	28.288	30.152	0.519	-0.199	-0.341
O	10.122	17.452	28.66	-0.364	0.18	-0.024
O	22.019	28.971	23.751	0.67	0.052	0.212
O	15.971	27.593	30.555	-0.223	0.032	-0.45
O	14.317	28.247	28.617	-0.06	0.045	0.004
O	15.164	34.167	21.573	-0.713	0.04	0.085
O	5.99	30.768	25.713	-0.184	-0.007	0.3
O	11.88	33.665	23.561	0.603	-0.111	0.038
O	18.833	30.084	30.289	0.115	0.019	-0.256
O	13.117	41.377	30.639	0.346	0.451	-0.503
O	12.826	42.649	26.301	0.035	-0.369	-0.519
O	11.214	46.272	28.844	-0.18	0.307	0.228
O	15.429	39.113	21.738	0.245	-0.031	0.107
O	14.848	43.441	27.707	-0.216	-0.058	0.325
O	16.431	45.016	28.976	0.341	0.412	-0.006
O	13.628	50.102	23.791	0.206	-0.014	0.085
O	21.529	44.703	30.915	0.214	0.148	-0.297
O	10.484	49.332	27.86	0.012	-0.371	-0.08
O	22.455	39.494	25.908	-0.02	0.34	0.15
O	11.748	38.559	22.978	-0.221	-0.02	0.061
O	7.418	58.068	24.659	0.048	-0.036	0.598
O	13.575	51.849	30.701	0.49	-0.221	-0.044
O	16.824	61.689	26.593	0.499	-0.132	-0.055
O	19.105	45.716	30.854	-0.149	-0.249	-0.166
O	19.247	60.105	29.859	0.019	0.39	0.126
O	9.719	53.656	25.163	-0.248	0.062	0.446
O	18.308	57.809	21.889	0.441	0.109	0.36
O	18.408	64.92	26.068	0.17	-0.15	0.118
O	-4.462	-13.145	24.229	-0.132	-0.179	-0.201
O	-0.912	7.193	22.012	0.176	0.535	0.084
O	-1.53	-4.099	21.861	-0.132	-0.083	0.132
O	13.096	-7.159	30.142	0.193	0.325	-0.299
O	4.719	6.392	27.55	0.006	0.205	0.473
O	2.432	7.327	26.302	-0.21	-0.032	0.277
O	6.441	6.559	21.651	-0.267	0.014	0.389
O	0.254	5.131	23.214	-0.156	-0.537	0.239
O	1.03	15.393	21.906	0.052	-0.2	0.377
O	2.613	19.245	21.069	0.026	0.149	0.11
O	6.214	13.224	26.09	0.376	0.423	-0.138
O	4.969	12.334	21.699	0.091	-0.513	0.235
O	-0.201	23.014	21.24	0.408	-0.178	-0.238
O	0.896	9.406	26.08	0.276	0.77	-0.021
O	-5.558	16.067	30.647	0.458	-0.104	-0.057
O	7.371	22.317	27.613	-0.052	-0.082	0.307
O	13.98	28.034	26.014	0.381	-0.158	-0.44
O	15.476	27.529	23.513	-0.076	-0.043	0.343
O	-0.721	32.508	28.564	-0.464	-0.09	0.55
O	11.931	18.782	24.197	0.329	-0.603	-0.224
O	9.087	45.242	27.488	-0.168	-0.079	0.485
O	1.032	29.102	25.859	-0.414	-0.356	-0.145
O	0.705	42.297	28.489	0.232	-0.026	0.394
O	7.975	37.879	26.673	0.091	-0.521	0.352
O	6.979	39.339	23.314	0.033	0.539	0.133
O	9.085	39.9	25.348	-0.548	0.207	0.36
O	3.473	35.878	28.02	0.282	-0.571	-0.15
O	12.276	30.032	26.017	-0.275	0.114	-0.351
O	2.201	37.35	24.12	-0.559	0.468	0.376
O	-3.885	48.204	20.013	-0.305	0.15	0.321
O	-5.463	36.032	23.412	-0.415	0.058	-0.001
O	9.148	38.864	21.794	0.198	0.454	0.406
O	-7.017	47.786	24.027	0.382	-0.437	0.322
O	12.389	50.951	28.565	-0.208	0.137	-0.334
O	3.84	44.911	21.766	-0.251	0.47	0.387
O	0.532	45.393	21.063	0.296	0.386	0.226
O	-1.071	55.701	21.923	0.017	-0.437	-0.009
O	2.995	52.991	21.766	-0.169	-0.003	0.332
O	6.723	47.852	21.688	-0.144	0.462	-0.07
O	8.096	45.888	20.671	-0.176	-0.069	0.32
O	9.862	58.187	25.757	-0.028	-0.321	0.118
O	-2.492	47.532	22.816	0.575	0.114	-0.304
O	3.053	57.799	26.507	-0.055	-0.134	0.098
O	2.148	58.821	24.282	-0.074	0.385	0.164
O	4.759	53.874	23.677	-0.267	-0.391	0.538
O	6.203	58.222	22.281	-0.395	0.113	-0.008
O	6.678	55.821	28.308	0.472	0.264	-0.352
O	10.17	6.223	30.89	-0.671	-0.24	-0.152
O	-0.182	2.026	20.34	-0.057	0.18	-0.031
O	12.248	-0.42	25.957	0.202	0.055	-0.259
O	0.001	3.071	30.925	0.019	-0.184	0.592
O	9.534	11.947	24.295	0.13	0.148	0.143
O	7.17	12.36	23.171	-0.208	0.105	0.27
O	18.375	4.02	21.735	0.084	-0.19	0.315
O	17.917	1.59	27.747	0.197	0.042	0.247
O	-2.886	7.955	28.801	0.233	-0.48	0.355
O	4.77	8.67	26.344	0.147	0.408	-0.421
O	7.551	20.329	22.077	-0.552	0.084	0.26
O	9.467	27.596	26.664	-0.23	-0.076	-0.431
O	20.949	17.155	27.532	0.092	0.58	-0.137
O	8.654	18.045	21.296	-0.363	-0.076	-0.086
O	11.353	23.106	25.473	0.022	0.449	-0.611
O	9.191	24.457	22.366	0.092	0.311	0.336
O	2.328	30.354	20.68	0.227	-0.231	0.386
O	9.523	21.927	21.602	0.347	-0.6	0.037
O	15.373	30.964	26.436	-0.19	-0.452	0.093
O	-1.178	34.342	31.291	-0.043	0.006	-0.14
O	8.303	29.883	20.919	0.109	-0.005	0.531
O	3.107	24.717	24.523	-0.073	-0.048	0.356
O	10.229	42.101	26.255	-0.154	0.069	0.355
O	14.802	44.361	19.801	-0.019	0.695	-0.369
O	17.291	39.607	28.369	-0.442	-0.071	0.048
O	10.062	33.244	21.67	-0.037	0.001	-0.182
O	6.923	37.106	31.403	-0.109	-0.156	-0.339
O	12.97	47.785	25.207	0.099	0.548	0.414
O	7.115	37.15	21.898	-0.463	-0.028	0.44
O	3.573	42.375	22.475	-0.561	0.121	-0.188
O	10.446	51.339	26.178	-0.091	0.009	-0.098
O	9.537	45.102	31.414	-0.164	0.135	-0.379
O	7.78	44.028	22.987	0.221	0.607	-0.173
O	13.811	45.691	29.142	-0.072	-0.409	-0.535
O	14.026	59.559	23.77	0.216	-0.021	0.27
O	2.364	49.373	22.506	-0.018	0.105	-0.087
O	9.138	49.634	22.182	0.005	0.234	0.42
O	10.407	47.396	21.578	-0.066	-0.118	-0.243
O	8.159	56.933	20.977	0.096	-0.251	0.099
O	7.709	51.534	20.962	0.019	0.149	0.163
O	9.512	50.715	31.703	0.065	-0.129	-0.351
O	9.01	72.82	28.782	0.084	-0.041	-0.691
O	5.066	51.609	26.252	0.553	0.409	-0.055
O	10.803	70.427	26.15	-0.591	0.203	0.197
O	-0.853	67.281	28.728	-0.293	-0.499	-0.212
O	4.292	9.675	28.729	-0.435	-0.476	0.183
O	10.127	7.723	22.432	-0.106	0.001	0.342
O	20.533	1.072	24.51	-0.367	0.361	-0.076
O	22.006	-12.049	21.337	0.174	0.194	0.107
O	6.609	14.498	21.719	0.082	0.261	0.512
O	10.664	10.789	26.399	-0.011	-0.166	0.551
O	12.711	14.649	21.641	-0.331	-0.138	0.48
O	21.518	18.958	20.32	0.141	0.407	0.248
O	16.766	15.938	26.872	0.335	0.476	0.349
O	18.891	16.958	25.76	-0.317	0.497	-0.265
O	12.727	13.421	26.501	0.167	0.255	0.307
O	15.606	13.648	27.648	-0.122	-0.224	0.533
O	11.23	19.676	21.868	-0.226	-0.122	-0.092
O	13.571	18.891	21.029	0.164	0.27	0.374
O	20.623	17.781	22.412	-0.201	-0.502	0.266
O	14.965	15.004	22.996	-0.034	0.269	0.145
O	6.894	24.672	23.644	-0.287	0.283	0.148
O	12.526	24.05	27.576	-0.204	-0.05	0.785
O	9.962	23.819	19.967	-0.215	-0.609	-0.317
O	14.651	23.85	25.858	0.185	-0.25	0.016
O	8.319	35.129	20.913	0.175	0.042	0.548
O	13.142	35.775	30.261	0.306	0.176	-0.311
O	16.031	25.033	23.869	0.515	-0.224	0.19
O	15.839	30.116	24.003	0.199	0.315	-0.25
O	13.72	40.7	20.566	-0.009	-0.017	0.231
O	14.789	33.928	24.071	-0.672	-0.554	-0.332
O	17.65	31.569	25.284	0.661	-0.249	0.24
O	15.043	29.295	21.665	0.474	-0.111	0.083
O	12.607	42.958	20.193	-0.256	0.194	0.344
O	15.093	43.531	25.113	-0.387	-0.2	-0.453
O	11.69	41.117	22.052	-0.337	0.399	0.153
O	11.812	35.437	25.753	0.08	-0.213	0.125
O	13.017	51.972	21.871	0.271	-0.44	-0.038
O	22.008	43.224	21.153	0.063	0.292	-0.346
O	7.66	31.31	30.593	-0.308	0.037	0.043
O	10.206	50.908	20.246	0.264	0.009	0.055
O	22.683	46.185	23.653	-0.116	-0.082	0.172
O	14.559	54.062	26.115	-0.27	0.215	-0.347
O	10.684	56.92	30.076	0.101	0.109	0.562
O	8.626	49.508	25.999	-0.421	0.508	-0.058
O	12.077	55.069	23.221	0.158	-0.355	0.224
O	15.924	61.292	24.205	0.481	0.079	0.06
O	19.371	62.879	30.523	0.538	-0.072	-0.09
O	17.165	69.285	28.604	0.075	0.385	-0.542
O	26.682	64.692	32.201	-0.281	-0.292	-0.084
O	6.005	54.716	25.956	0.05	-0.243	0.067
O	-2.524	-1.172	27.949	-0.179	0.251	0.579
O	4.079	-9.956	21.585	0.085	0.449	0.208
O	2.601	4.485	24.235	-0.124	-0.089	0.134
O	0.362	0.999	24.616	0.108	0.171	-0.525
O	0.578	9.246	28.701	0.007	-0.264	-0.031
O	6.808	18.127	23.206	0.152	-0.615	0.162
O	0.316	26.272	21.529	-0.346	0.092	-0.042
O	0.643	17.341	30.504	0.329	0.563	-0.071
O	-1.023	18.078	28.318	0.548	0.402	-0.406
O	-9.985	22.127	24.117	0.3	-0.432	-0.217
O	0.079	10.902	21.048	0.115	0.275	0.177
O	0.277	29.53	28.97	-0.212	-0.111	-0.341
O	4.952	19.884	23.947	-0.079	0.13	-0.097
O	-10.457	23.783	26.044	-0.22	0.521	0.054
O	-0.854	22.492	23.706	-0.072	-0.56	0.157
O	-4.166	26.071	21.959	-0.125	0.422	0.475
O	4.578	31.311	23.5	-0.423	-0.093	0.074
O	13.447	36.576	23.375	0.295	-0.399	-0.331
O	0.801	32.667	30.61	0.463	-0.003	0.084
O	0.839	44.142	26.619	0.428	0.222	0.093
O	8.682	37.614	24.11	0.356	-0.337	0.187
O	12.811	48.271	28.636	0.244	0.201	-0.159
O	-2.591	40.205	23.447	0.091	0.399	0.2
O	3.413	60.498	20.394	0.206	-0.236	0.42
O	11.094	54.378	30.419	-0.032	-0.207	-0.233
O	-5.979	67.587	28.513	-0.451	0.4	-0.34
O	-6.755	60.923	21.755	0.086	0.105	0.253
O	14.203	56.184	24.296	0.118	0.134	0.459
O	0.291	63.676	24.732	-0.39	-0.001	-0.017
O	10.875	-2.631	25.638	0.214	-0.556	-0.396
O	12.723	1.3	27.836	0.013	-0.063	0.686
O	12.02	7.007	24.024	-0.099	0.01	0.644
O	14.458	-2.724	25.971	-0.482	0.064	-0.265
O	1.879	8.977	21.639	0.118	-0.037	0.221
O	12.903	11.11	25.144	0.189	-0.102	-0.389
O	6.476	4.458	26.546	0.495	0.103	0.045
O	14.47	2.348	24.219	-0.025	0.329	0.208
O	-1.671	0.591	26.186	0.358	-0.195	-0.024
O	-0.076	10.624	30.819	-0.305	0.227	-0.439
O	6.149	1.936	25.99	0.499	-0.287	0.474
O	14.553	12.703	21.816	-0.116	-0.109	0.343
O	11.165	18.621	26.663	-0.64	-0.366	-0.286
O	7.416	20.523	31.344	0.221	0.214	-0.588
O	9.775	33.949	25.035	-0.337	0.118	0.044
O	1.74	31.588	28.355	0.225	0.185	-0.384
O	2.191	40.886	20.644	-0.278	-0.231	0.406
O	0.819	33.161	23.27	0.153	-0.205	-0.653
O	6.992	39.681	28.345	0.35	0.03	-0.237
O	-6.003	27.011	32.029	-0.085	-0.08	-0.072
O	9.69	43.725	21.419	0.591	-0.038	-0.002
O	5.317	41.471	29.354	0.293	0.566	-0.047
O	4.708	46.935	26.517	0.266	-0.413	-0.207
O	7.71	40.79	30.514	0.391	-0.353	-0.168
O	5.521	37.616	27.752	0.229	-0.455	0.459
O	20.506	45.752	28.73	-0.482	0.081	0.069
O	10.477	37.709	26.099	-0.009	0.305	0.03
O	5.739	56.231	23.853	-0.509	-0.096	0.023
O	14.943	56.453	31.248	0.134	0.204	-0.452
O	4.511	50.061	21.247	0.54	-0.207	0.056
O	11.858	53.526	26.553	0.591	-0.201	0.026
O	-2.732	45.296	26.296	0.293	0.077	0.181
O	0.65	50.55	24.074	-0.394	0.234	-0.255
O	-4.001	59.247	25.789	0.547	-0.014	0.512
O	1.137	50.981	29.118	0.197	0.015	-0.223
O	15.031	72.587	31.69	0.143	-0.047	-0.483
O	8.288	4.823	22.366	-0.131	0.396	0.184
O	5.404	-5.714	30.488	0.3	0.202	-0.278
O	26.469	3.676	23.845	0.422	0.139	0.055
O	18.677	6.523	22.511	0.115	-0.199	-0.043
O	11.351	0.829	30.39	0.31	0.218	-0.508
O	8.769	2.261	22.021	-0.174	-0.178	0.012
O	13.226	12.614	30.383	0.294	0.411	-0.502
O	11.111	9.376	24.292	-0.416	0.396	0.033
O	8.23	11.597	26.54	0.186	-0.292	-0.067
O	-0.867	10.952	27.348	-0.489	0.107	0.227
O	12.122	4.47	31.599	0.205	0.156	-0.449
O	14.043	14.345	32.213	-0.028	0.272	-0.265
O	7.147	23.012	21.587	-0.349	-0.265	-0.398
O	18.564	13.886	27.708	-0.133	0.333	-0.065
O	11.523	27.792	25.007	-0.343	-0.128	-0.47
O	12.71	26.131	31.255	-0.099	0.061	-0.571
O	13.057	37.763	25.686	0.026	0.376	0.089
O	10.858	25.503	26.054	0	-0.118	-0.349
O	18.004	26.758	23.668	0.054	0.239	0.011
O	6.059	27.254	21.674	0.318	0.349	-0.226
O	10.271	31.686	23.883	-0.3	-0.458	-0.167
O	16.481	42.858	21.211	0.187	-0.156	0.393
O	9.37	42.05	23.695	-0.314	0.257	0.024
O	8.455	33.453	29.14	0.008	-0.057	-0.638
O	16.536	47.367	26.165	-0.801	-0.351	0.279
O	15.272	38.223	24.261	0.47	-0.087	0.226
O	24.192	47.036	26.093	0.082	0.181	0.176
O	22.843	45.357	27.657	0.078	-0.403	0.497
O	12.663	47.13	30.97	-0.255	0.332	0.037
O	3.892	49.286	25.788	0.24	-0.23	0.195
O	11.518	48.923	23.283	-0.009	0.547	-0.13
O	16.677	56.967	23.798	0.304	-0.288	0.226
O	16.794	47.918	23.59	-0.484	-0.311	-0.138
O	11.287	58.97	21.252	-0.126	0.092	-0.049
O	7.405	57.275	30.518	0.358	0.435	-0.338
O	4.746	-0.818	22.795	-0.085	0.035	-0.072
O	11.467	3.765	20.453	-0.372	0.071	0.174
O	5.897	17.599	32.448	0.175	-0.37	0.079
O	4.39	6.282	24.989	0.22	0.247	-0.416
O	5.205	3.855	24.324	-0.117	0.042	-0.738
O	-0.822	0.624	31.007	-0.342	-0.441	-0.325
O	2.566	8.669	24.105	0.167	0.588	0.259
O	-3.817	8.84	26.465	-0.151	-0.092	-0.128
O	0.747	20.813	22.073	-0.388	-0.23	0.566
O	-2.077	15.992	26.994	-0.566	-0.49	-0.641
O	9.03	14.975	28.945	0.173	-0.037	-0.363
O	1.629	23.039	23.147	-0.097	-0.14	0.281
O	-0.264	22.134	30.445	0.14	0.183	-0.482
O	-5.277	30.242	28.438	0.058	-0.021	-0.088
O	3.965	39.744	21.93	0.481	-0.306	0.227
O	8.436	31.655	25.882	-0.102	0.109	0.151
O	1.4	34.181	28.512	-0.093	0.011	-0.546
O	11.17	46.084	26.163	-0.575	0.291	-0.015
O	4.308	26.771	23.617	0.32	-0.452	-0.011
O	-5.667	35.264	29.211	0.031	-0.233	-0.531
O	0.053	59.3	22.649	0.208	0.001	-0.643
O	7.672	51.952	30.435	0.054	0.332	-0.19
O	0.803	49.906	26.558	-0.039	0.086	-0.098
O	4.863	60.158	28.052	0.805	0.016	-0.213
O	6.96	63.581	21.834	0.468	-0.038	0.339
O	12.173	57.688	23.707	-0.542	-0.152	-0.581
O	9.759	62.798	27.974	0.145	-0.062	0.396
O	4.06	66.17	27.162	0.422	-0.03	0.369
O	7.786	-1.804	30.77	-0.096	0.086	-0.026
O	11.9	-9.321	25.68	-0.386	0.206	0.015
O	13.662	3.072	21.768	0.421	-0.131	-0.175
O	6.448	9.2	21.302	-0.479	0.316	-0.031
O	5.006	11.088	30.806	-0.085	0.47	-0.338
O	-2.979	9.218	31.1	-0.222	0.382	-0.056
O	10.142	13.403	26.411	-0.239	0.539	-0.02
O	14.405	6.096	24.15	0.103	-0.048	0.435
O	3.924	4.186	26.566	-0.636	-0.486	0.097
O	4.032	23.49	22.216	0.524	-0.178	0.085
O	9.316	18.94	23.575	0.029	-0.374	0.736
O	3.636	24.106	30.519	-0.244	-0.493	-0.14
O	5.745	25.052	29.222	-0.296	0.262	-0.634
O	14.359	25.88	27.521	0.176	-0.008	-0.049
O	12.084	31.582	21.813	-0.071	0.109	0.474
O	11.642	23.488	22.037	0.119	-0.55	0.085
O	5.931	33.171	30.192	-0.229	-0.003	-0.478
O	21.514	33.821	23.446	0.283	0.139	-0.049
O	6.01	22.724	30.457	0.021	-0.025	-0.393
O	6.543	31.866	21.842	-0.006	0.447	0.15
O	4.715	38.245	24.125	-0.003	0.058	-0.17
O	12.345	20.746	25.939	0.447	0.506	-0.047
O	5.575	39.169	30.553	-0.468	-0.176	-0.337
O	5.047	40.872	24.005	0.35	0.543	0.322
O	11.43	40.621	24.557	0.351	0.056	0.678
O	6.694	42.692	31.768	0.259	0.137	-0.255
O	18.737	47.972	27.442	0.258	0.114	0.562
O	0.268	35.663	23.257	-0.277	0.308	0.089
O	16.451	48.548	28.62	-0.299	-0.446	0.295
O	16.879	45.422	24.367	-0.149	0.051	-0.303
O	16.156	49.79	21.848	-0.294	-0.183	0.331
O	-2.034	49.934	20.034	-0.301	0.306	0.423
O	12.626	45.525	23.917	-0.51	-0.488	-0.047
O	3.222	62.212	27.894	0.013	0.087	-0.22
O	4.777	62.007	22.067	0.285	-0.416	0.564
O	12.87	64.201	31.461	0.155	-0.022	-0.355
O	13.166	6.308	26.822	0.298	-0.215	-0.498
O	18.82	3.703	30.706	0.323	0.018	-0.359
O	8.578	10.306	22.407	0.413	-0.372	0.35
O	14.832	0.752	22.192	0.158	-0.204	0.363
O	7.231	4.04	30.896	0.215	-0.168	-0.358
O	27.011	-0.664	23.902	-0.235	-0.071	-0.237
O	4.998	17.498	24.943	0.046	-0.136	0.013
O	7.344	14.302	30.788	-0.431	-0.158	0.119
O	15.531	17.296	21.879	-0.034	0.058	0.345
O	17.387	12.21	26.188	0.222	-0.395	-0.29
O	21.467	13.888	23.798	-0.124	0.224	-0.178
O	13.409	29.16	23.732	-0.355	0.359	-0.421
O	9.237	28.447	29.093	-0.051	-0.552	0.485
O	9.69	21.322	26.453	0.116	-0.601	0.048
O	24.682	23.316	25.4	0.317	0.054	-0.629
O	19.012	29.127	27.803	0.521	-0.145	0.112
O	19.37	41.004	30.622	0.102	-0.592	-0.122
O	18.873	47.112	24.99	0.311	-0.336	-0.274
O	21.122	58.555	24.572	0.165	0.416	0.11
O	15.164	46.311	31.18	0.351	0.359	-0.093
O	15.836	55.12	28.139	-0.023	0.212	-0.217
O	7.805	49.379	29.678	0.393	-0.049	-0.112
O	16.168	54.443	24.081	0.476	-0.218	-0.28
O	17.963	53.579	28.516	0.042	-0.167	-0.708
O	11.469	60.213	23.499	-0.035	0.592	0.344
O	23.727	59.348	20.246	-0.009	0.427	0.101
O	20.667	50.759	23.752	0.418	0.604	-0.013
O	14.89	61.637	28.355	-0.306	-0.365	0.514
O	8.61	51.222	28.032	0.12	0.211	0.025
O	14.828	62.056	31.624	-0.006	-0.081	-0.48
O	9.601	-0.474	26.395	-0.032	0.74	-0.102
O	0.322	7.418	24.462	-0.072	0.045	0.335
O	4.339	8.133	22.243	0.167	0.043	0.621
O	2.641	-2.318	20.889	-0.227	-0.086	0.116
O	-21.842	16.407	20.899	-0.088	0.005	0.43
O	-3.665	10.444	28.917	0.535	0.12	-0.378
O	-2.816	24.381	23.608	-0.355	-0.068	0.253
O	3.457	18.351	31.41	-0.298	0.275	-0.388
O	9.823	23.624	27.574	-0.125	0.007	0.734
O	19.071	35.111	20.376	-0.082	0.043	0.291
O	-1.986	33.504	26.574	-0.615	0.134	0.105
O	6.222	27.238	30.54	0.316	0.444	-0.366
O	2.434	24.849	20.812	0.006	0.095	0.255
O	3.418	43.379	29.561	-0.042	0.217	-0.284
O	-12.69	29.628	25.344	-0.168	0.339	0.046
O	4.737	22.887	28.285	-0.716	-0.307	0.025
O	1.159	42.846	24.323	0.457	0.198	-0.516
O	6.879	48.661	24.245	-0.164	0.687	-0.033
O	5.316	43.861	23.749	-0.206	-0.11	0.57
O	10.331	60.447	26.991	-0.402	-0.217	-0.14
O	2.482	52.502	30.72	-0.267	0.305	-0.059
O	-5.749	55.806	21.201	0.461	0.582	0.084
O	16.749	60.308	30.934	0.086	-0.159	-0.063
O	20.284	-7.461	28.963	0.259	-0.257	0.231
O	16.947	-10.37	30.481	0.381	-0.448	-0.04
O	1.729	8.611	30.986	-0.275	-0.46	-0.29
O	11.221	2.531	25.997	0.2	-0.466	-0.195
O	9.18	-9.197	24.214	-0.133	0.1	0.213
O	-6.896	12.708	21.817	0.421	0.453	0.383
O	11.383	15.182	28.06	0.479	0.121	-0.289
O	2.593	35.536	30.423	0.011	-0.099	0.034
O	4.338	28.785	31.453	0.092	0.17	-0.427
O	1.544	20.414	31.496	-0.04	-0.069	-0.369
O	2.898	35.192	22.924	0.06	-0.482	-0.6
O	7.459	26.829	28.279	-0.256	-0.229	-0.302
O	6.867	31.718	28.066	-0.258	-0.053	-0.154
O	-1.619	44.849	22.369	-0.182	0.087	0.244
O	4.189	32.91	21.289	-0.356	-0.621	0.111
O	16.673	32.421	20.544	0.169	-0.021	0.422
O	3.027	41.26	28.011	0.369	0.009	-0.413
O	-8.486	41.803	21.53	0.173	-0.632	0.213
O	20.602	35.849	24.991	0.37	-0.252	0.588
O	11.004	42.928	30.645	-0.177	0.217	-0.455
O	6.029	50.974	28.623	-0.273	-0.344	0.12
O	7.414	54.176	23.888	-0.002	-0.544	-0.423
O	16.458	52.387	25.792	0.057	0.149	0.588
O	14.468	52.503	24.003	0.249	0.033	-0.245
O	8.684	55.14	29.833	0.131	-0.674	-0.053
O	17.014	59.829	28.542	0.034	-0.376	-0.269
O	13.789	2.652	30.695	-0.316	0.288	-0.26
O	17.572	-0.917	31.582	0.085	-0.155	-0.275
O	18.814	-0.711	28.641	-0.14	0.264	0.503
O	6.205	-2.622	24.125	0.187	-0.646	0.002
O	6.873	6.344	29.578	0.182	0.119	-0.393
O	6.685	8.573	28.152	0.357	-0.266	-0.399
O	9.318	12.7	31.694	0.23	-0.088	-0.429
O	5.375	4.321	28.998	-0.377	-0.675	0.097
O	12.71	21.263	20.294	-0.289	0.19	0.549
O	15.439	15.729	29.271	-0.31	-0.59	0.501
O	12.71	5.47	22.109	-0.357	0.699	-0.317
O	16.739	16.542	24.197	-0.035	0.528	0.125
O	17.868	37.053	21.555	-0.119	0.671	0.29
O	12.194	36.884	27.991	0.266	0.176	-0.041
O	2.958	33.533	24.903	0.309	-0.198	0.592
O	16.796	34.041	25.73	0.128	-0.032	0.506
O	16.244	40.599	23.817	-0.13	0.402	-0.31
O	18.797	40.552	23.999	-0.06	-0.618	0.107
O	9.698	53.964	22.663	-0.283	-0.667	-0.448
O	5.487	53.461	28.14	0.252	-0.02	0.282
O	9.437	58.608	23.141	-0.268	-0.368	-0.013
O	12.403	66.445	23.036	-0.054	0.41	0.479
O	13.018	13.419	23.854	-0.447	-0.071	0.052
O	7.992	25.278	30.513	0.019	-0.289	-0.079
O	8.804	35.233	30.934	-0.08	0.221	0.086
Si	0	2.741	8.273	0.01	0.003	-0.005
Si	2.744	-0.001	8.252	-0.006	-0.005	0.008
Si	-0.047	8.184	8.292	-0.006	-0.006	0.006
Si	2.704	5.46	8.277	0.008	0.013	-0.004
Si	-0.032	13.634	8.268	0.003	0.004	0.006
Si	2.694	10.912	8.287	-0.019	-0.001	-0.005
Si	0	19.057	8.229	-0.002	0.001	0.01
Si	2.69	16.354	8.234	-0.009	-0.014	-0.001
Si	0.035	24.485	8.119	0.001	-0.003	0.001
Si	2.727	21.78	8.184	-0.015	-0.015	0.012
Si	0.071	29.909	8.021	0.007	-0.001	-0.011
Si	2.777	27.207	8.088	0.014	0.002	0.009
Si	0.047	35.338	8.047	-0.03	-0.016	-0.001
Si	2.781	32.627	8.027	0.009	-0.007	-0.004
Si	-0.002	40.796	8.113	-0.006	-0.005	0.003
Si	2.757	38.059	8.063	0	-0.003	-0.005
Si	-0.029	46.276	8.134	0.024	0.02	-0.004
Si	2.714	43.52	8.125	-0.005	-0.013	-0.008
Si	-0.031	51.751	8.13	0.008	-0.009	-0.012
Si	2.699	49.008	8.143	0.008	0.012	0.002
Si	-0.06	57.18	8.174	-0.03	-0.003	0.005
Si	2.687	54.464	8.15	0.013	0.018	-0.005
Si	0.003	62.632	8.219	0.005	0.003	0.01
Si	2.709	59.907	8.183	-0.013	0.01	-0.005
Si	5.444	2.707	8.246	-0.014	-0.014	-0.007
Si	8.163	0.013	8.219	-0.006	0.001	0.002
Si	5.433	8.194	8.266	0.012	0.028	-0.009
Si	8.165	5.442	8.253	0.005	-0.002	-0.012
Si	5.416	13.624	8.28	-0.012	0.005	-0.006
Si	8.109	10.911	8.275	-0.009	-0.009	0.001
Si	5.444	19.069	8.213	0.001	-0.006	-0.001
Si	8.161	16.337	8.296	0.006	0.015	0.008
Si	5.468	24.537	8.141	0.001	0.004	0.004
Si	8.193	21.799	8.179	-0.002	0	0
Si	5.499	29.917	8.024	-0.019	-0.003	-0.003
Si	8.21	27.224	8.076	-0.001	-0.006	0.006
Si	5.489	35.35	8.029	0.006	0	-0.011
Si	8.215	32.632	8.016	0.001	-0.003	0
Si	5.461	40.791	8.1	0.002	0.014	-0.006
Si	8.204	38.073	8.066	0.002	0.005	0
Si	5.447	46.264	8.13	0.012	0.002	-0.007
Si	8.158	43.537	8.136	0.003	-0.005	0.006
Si	5.408	51.728	8.161	-0.002	-0.012	0
Si	8.147	48.982	8.147	-0.003	0.016	0.001
Si	5.401	57.196	8.164	0.006	-0.002	0.003
Si	8.139	54.447	8.143	-0.01	0.011	-0.008
Si	5.453	62.627	8.229	0.013	0.018	0.007
Si	8.145	59.897	8.182	0.01	-0.009	-0.003
Si	10.892	2.746	8.232	0.006	0.021	-0.006
Si	13.611	0.014	8.227	-0.001	0.001	-0.003
Si	10.847	8.175	8.261	0.002	0.001	-0.014
Si	13.577	5.46	8.288	-0.007	-0.008	0.008
Si	10.841	13.625	8.27	-0.004	0.002	-0.004
Si	13.568	10.901	8.283	0.01	0.013	0.005
Si	10.896	19.071	8.259	-0.006	-0.008	0.004
Si	13.593	16.348	8.261	0.01	0.009	0.005
Si	10.934	24.493	8.119	-0.025	-0.014	-0.001
Si	13.64	21.774	8.185	-0.001	0.008	-0.001
Si	10.937	29.941	8.024	0.026	-0.006	-0.003
Si	13.664	27.193	8.062	-0.017	-0.01	-0.01
Si	10.943	35.346	8.02	-0.001	-0.002	-0.004
Si	13.673	32.627	8.016	-0.003	-0.019	0.004
Si	10.896	40.803	8.096	-0.001	-0.004	-0.009
Si	13.652	38.071	8.076	0.009	0.007	0.001
Si	10.865	46.247	8.148	-0.011	-0.018	0.002
Si	13.6	43.516	8.13	-0.004	0.008	-0.002
Si	10.867	51.712	8.125	0.008	0.007	-0.003
Si	13.575	48.998	8.143	-0.001	-0.018	0
Si	10.859	57.169	8.187	0.003	0.004	0.005
Si	13.576	54.463	8.146	0.004	-0.006	0.005
Si	10.865	62.608	8.204	-0.002	0.001	0.005
Si	13.582	59.905	8.195	0.011	-0.001	0.005
Si	1.346	4.1	9.643	-0.027	-0.003	0.009
Si	4.092	1.36	9.621	0.007	-0.003	0.004
Si	1.335	9.549	9.639	0.014	0.015	0.006
Si	4.074	6.83	9.626	0.003	0.006	0.006
Si	1.342	15	9.614	-0.008	0.007	-0.008
Si	4.062	12.272	9.649	0.017	-0.005	-0.001
Si	1.363	20.433	9.571	-0.001	-0.007	-0.001
Si	4.074	17.715	9.587	-0.004	0.003	-0.003
Si	1.397	25.854	9.46	0.008	0.002	0.003
Si	4.103	23.162	9.508	-0.002	0.012	-0.011
Si	1.409	31.278	9.396	-0.005	0.007	0
Si	4.131	28.588	9.422	0.002	0.005	0.003
Si	1.389	36.711	9.42	0.006	0.001	-0.003
Si	4.126	33.996	9.395	-0.004	0.001	0.002
Si	1.35	42.166	9.477	0.006	0.009	0.005
Si	4.093	39.426	9.441	0.004	-0.001	-0.001
Si	1.337	47.63	9.487	-0.008	-0.01	0
Si	4.08	44.885	9.475	-0.005	-0.005	-0.001
Si	1.336	53.092	9.508	-0.004	-0.002	0.001
Si	4.059	50.357	9.512	-0.002	-0.001	0.01
Si	1.327	58.544	9.514	0.014	-0.007	-0.018
Si	4.054	55.82	9.516	-0.008	0.006	0.01
Si	1.369	63.97	9.598	0.011	-0.002	0.006
Si	4.074	61.258	9.553	0.001	-0.005	-0.009
Si	6.812	4.074	9.604	0.002	0	0.002
Si	9.537	1.376	9.575	0.008	-0.003	-0.008
Si	6.785	9.537	9.649	0.007	-0.016	0.004
Si	9.517	6.801	9.629	-0.007	-0.005	-0.005
Si	6.783	14.98	9.65	0.011	-0.001	0.008
Si	9.494	12.253	9.638	-0.015	0	0
Si	6.815	20.444	9.557	0.002	0.004	-0.002
Si	9.531	17.715	9.632	0.004	-0.002	0.002
Si	6.84	25.889	9.479	0	0.002	-0.002
Si	9.559	23.164	9.519	0.021	0.009	-0.002
Si	6.845	31.281	9.389	0.006	-0.008	0.001
Si	9.566	28.59	9.413	-0.023	0.01	-0.003
Si	6.829	36.712	9.408	-0.005	-0.008	0.012
Si	9.56	34.002	9.373	0.005	-0.006	0
Si	6.799	42.153	9.469	-0.011	-0.011	0.008
Si	9.537	39.439	9.444	-0.003	0.01	0.006
Si	6.802	47.61	9.51	0.003	0.007	0.009
Si	9.515	44.885	9.508	-0.013	0.018	0.004
Si	6.791	53.084	9.506	-0.004	-0.011	0.007
Si	9.519	50.343	9.49	-0.006	-0.009	-0.001
Si	6.787	58.533	9.537	-0.014	0.005	-0.001
Si	9.498	55.799	9.527	0.004	-0.017	0.004
Si	6.819	63.975	9.583	-0.015	-0.01	0.001
Si	9.514	61.243	9.562	-0.017	-0.003	-0.002
Si	12.241	4.083	9.63	0.019	0.002	-0.001
Si	14.972	1.363	9.61	0.01	-0.003	0
Si	12.214	9.521	9.636	-0.003	-0.017	-0.002
Si	14.929	6.823	9.651	-0.019	0.003	0.005
Si	12.227	14.987	9.626	0.002	0	-0.007
Si	14.947	12.267	9.631	0.003	-0.003	-0.003
Si	12.27	20.442	9.587	0	-0.009	0.004
Si	14.964	17.719	9.606	0.012	0.004	-0.002
Si	12.283	25.868	9.466	0.012	0.004	0.002
Si	14.995	23.15	9.524	-0.002	-0.018	-0.001
Si	12.296	31.289	9.384	-0.003	0.017	0.001
Si	15.018	28.569	9.405	0.003	-0.003	-0.003
Si	12.276	36.709	9.406	0.006	0.014	0.003
Si	15.006	33.994	9.396	0.009	0.011	0.003
Si	12.243	42.156	9.484	0.002	0.014	0.001
Si	14.976	39.438	9.463	0.005	0.016	0.01
Si	12.233	47.614	9.497	-0.004	0.009	-0.006
Si	14.949	44.894	9.486	0.002	-0.013	-0.004
Si	12.226	53.077	9.486	0.009	-0.01	-0.008
Si	14.947	50.368	9.484	-0.001	-0.001	-0.003
Si	12.228	58.534	9.55	0.009	0.003	0.004
Si	14.926	55.817	9.525	0.011	0.01	0.001
Si	12.247	63.967	9.568	-0.004	-0.003	0.002
Si	14.956	61.263	9.559	-0.007	-0.006	-0.003
Si	0.01	0.004	10.963	-0.005	-0.006	-0.009
Si	2.72	2.723	10.979	0	-0.004	-0.002
Si	-0.03	5.46	10.995	-0.008	0.021	0
Si	2.713	8.197	10.993	-0.016	-0.002	0.001
Si	-0.017	10.917	11.003	-0.002	-0.002	0.001
Si	2.702	13.653	10.994	-0.013	0.015	-0.006
Si	-0.007	16.366	10.971	-0.002	0.003	-0.003
Si	2.726	19.092	10.948	-0.011	-0.001	0.001
Si	-0.012	21.791	10.922	0.011	0.001	0.004
Si	2.724	24.502	10.862	0.003	-0.016	0.001
Si	0.015	27.214	10.801	0.007	-0.008	0.002
Si	2.758	29.935	10.784	0.005	-0.011	0.002
Si	0.036	32.641	10.752	-0.016	-0.009	-0.01
Si	2.757	35.351	10.766	0.002	0.001	-0.01
Si	0.031	38.084	10.788	-0.014	0	-0.005
Si	2.728	40.793	10.805	-0.01	0.002	-0.011
Si	-0.023	43.526	10.836	0.015	0.011	-0.004
Si	2.701	46.245	10.823	0.003	0.011	-0.007
Si	-0.03	48.991	10.84	0.02	0.002	-0.006
Si	2.705	51.726	10.869	0.003	-0.008	-0.007
Si	-0.026	54.46	10.858	-0.021	0.012	-0.004
Si	2.696	57.193	10.866	-0.027	0.012	-0.004
Si	-0.015	59.887	10.903	0.01	0.004	0
Si	2.731	62.599	10.943	0	-0.013	-0.004
Si	5.471	-0.004	10.954	0.004	-0.014	0.005
Si	8.203	2.734	10.963	0	0.002	-0.008
Si	5.456	5.451	10.956	0.009	-0.001	-0.016
Si	8.16	8.16	10.99	0.009	0.012	-0.005
Si	5.434	10.911	11.002	-0.005	0	-0.004
Si	8.149	13.61	11.012	0.01	-0.01	-0.001
Si	5.417	16.363	10.987	-0.006	-0.01	0.004
Si	8.152	19.089	10.961	0	-0.013	0.002
Si	5.45	21.819	10.905	-0.013	0.002	-0.002
Si	8.175	24.522	10.862	-0.009	0.001	-0.001
Si	5.455	27.238	10.819	-0.003	0.012	0.01
Si	8.176	29.918	10.771	0.014	0.003	0.003
Si	5.484	32.64	10.758	-0.003	-0.008	0.006
Si	8.197	35.349	10.754	0.011	-0.006	-0.004
Si	5.463	38.065	10.783	0	0.009	-0.002
Si	8.166	40.787	10.814	-0.005	0.01	-0.003
Si	5.435	43.506	10.831	0.018	-0.008	-0.002
Si	8.164	46.242	10.877	0.01	-0.022	0.007
Si	5.429	48.978	10.849	-0.016	0.009	0.003
Si	8.176	51.717	10.848	0.002	-0.012	-0.003
Si	5.434	54.452	10.859	0.006	0.017	-0.004
Si	8.157	57.171	10.899	-0.002	0.011	0
Si	5.442	59.904	10.899	-0.004	0.011	-0.001
Si	8.175	62.61	10.935	0.003	0.019	0.011
Si	10.907	0.021	10.928	-0.002	0.012	-0.008
Si	13.618	2.728	10.975	-0.011	0.007	-0.009
Si	10.902	5.457	10.99	0.011	-0.002	-0.007
Si	13.573	8.175	11.024	0.005	0.011	0.006
Si	10.861	10.879	11	-0.002	-0.007	-0.004
Si	13.593	13.626	10.995	0.009	-0.001	0
Si	10.895	16.362	11.004	-0.01	0.009	0.001
Si	13.62	19.088	10.971	0.004	-0.01	0.002
Si	10.889	21.813	10.92	-0.013	-0.001	-0.006
Si	13.61	24.511	10.867	-0.009	-0.013	-0.005
Si	10.89	27.225	10.809	-0.005	0.003	0.001
Si	13.632	29.925	10.761	-0.01	-0.002	0.008
Si	10.914	32.644	10.727	0.013	-0.001	-0.003
Si	13.643	35.357	10.757	0.002	-0.014	0.004
Si	10.908	38.066	10.774	0.004	-0.002	-0.007
Si	13.609	40.794	10.835	0.011	-0.01	0.001
Si	10.883	43.516	10.854	-0.014	0.004	-0.001
Si	13.591	46.252	10.86	-0.011	0.01	-0.002
Si	10.867	48.967	10.851	0.009	-0.009	-0.003
Si	13.584	51.72	10.846	-0.004	0.005	0.005
Si	10.881	54.436	10.861	0.004	-0.015	-0.003
Si	13.59	57.171	10.909	0.012	-0.019	-0.003
Si	10.886	59.897	10.926	0	-0.002	0.002
Si	13.611	62.617	10.945	0.013	0.005	0.008
Si	1.362	1.354	12.344	-0.01	-0.003	0.009
Si	4.096	4.096	12.308	0.009	0.016	-0.007
Si	1.331	6.837	12.33	0.004	0.001	-0.005
Si	4.082	9.562	12.362	0.002	0.004	0.004
Si	1.346	12.294	12.358	-0.011	-0.007	-0.012
Si	4.062	15.005	12.371	-0.015	-0.003	0.009
Si	1.362	17.735	12.316	0.004	-0.007	0
Si	4.076	20.484	12.294	0.02	-0.004	-0.004
Si	1.355	23.158	12.253	-0.007	-0.001	-0.008
Si	4.082	25.887	12.188	-0.016	-0.009	-0.009
Si	1.378	28.576	12.142	0.001	0.005	0.001
Si	4.119	31.301	12.138	0.003	0.012	-0.001
Si	1.39	33.999	12.123	-0.003	-0.002	-0.006
Si	4.095	36.717	12.141	-0.013	-0.016	0.007
Si	1.364	39.456	12.171	0.024	0.005	0.006
Si	4.071	42.143	12.189	-0.01	-0.002	0.003
Si	1.329	44.896	12.189	0.019	-0.006	0
Si	4.059	47.599	12.183	-0.007	-0.032	0.001
Si	1.333	50.346	12.197	-0.014	0.001	0.009
Si	4.084	53.088	12.222	0	-0.003	0.008
Si	1.34	55.827	12.21	0.021	0.009	-0.013
Si	4.066	58.547	12.229	-0.005	-0.001	-0.01
Si	1.351	61.23	12.275	-0.008	-0.008	0
Si	4.11	63.954	12.298	0.013	0.006	0
Si	6.86	1.344	12.295	0.003	0.002	-0.004
Si	9.576	4.084	12.347	0.003	-0.003	-0.014
Si	6.821	6.784	12.345	-0.018	-0.02	-0.004
Si	9.519	9.498	12.372	-0.013	-0.021	0.009
Si	6.803	12.238	12.39	0.004	-0.002	0.007
Si	9.53	14.979	12.345	0.005	-0.004	-0.01
Si	6.778	17.739	12.337	0.003	0.02	0.004
Si	9.518	20.47	12.301	0.002	0.001	-0.003
Si	6.814	23.184	12.26	0.009	0	-0.004
Si	9.516	25.891	12.217	0.005	0.003	-0.004
Si	6.811	28.585	12.179	0.004	0.001	0.007
Si	9.541	31.295	12.084	-0.009	-0.001	-0.012
Si	6.838	34	12.124	0.008	0.013	0.003
Si	9.538	36.714	12.124	0.007	0.007	-0.006
Si	6.808	39.416	12.163	-0.003	0.013	0.011
Si	9.513	42.142	12.188	0.001	-0.013	0.002
Si	6.802	44.844	12.201	-0.015	0.024	-0.003
Si	9.545	47.591	12.237	-0.005	0.024	0
Si	6.82	50.338	12.18	0.012	-0.006	0
Si	9.553	53.06	12.224	0.011	0.022	-0.004
Si	6.8	55.789	12.24	-0.022	-0.025	0.015
Si	9.528	58.529	12.276	0.014	0.015	0.005
Si	6.799	61.249	12.281	-0.007	-0.01	-0.002
Si	9.557	63.979	12.27	0.01	-0.011	-0.023
Si	12.265	1.364	12.322	-0.004	-0.027	-0.01
Si	14.95	4.093	12.361	-0.005	-0.014	0.01
Si	12.233	6.796	12.405	-0.001	-0.004	0.005
Si	14.953	9.547	12.355	-0.006	0.008	-0.008
Si	12.246	12.234	12.348	-0.002	0.001	-0.008
Si	14.971	15.006	12.337	-0.006	-0.002	-0.006
Si	12.274	17.734	12.356	0.005	-0.01	0.003
Si	14.96	20.463	12.339	-0.004	0	0.004
Si	12.237	23.184	12.276	0.019	0.006	0.006
Si	14.976	25.88	12.2	0.002	0.001	0.003
Si	12.239	28.603	12.146	0.008	-0.001	0.006
Si	14.986	31.304	12.106	0.017	0.018	0
Si	12.249	34.012	12.089	-0.012	-0.005	0.002
Si	14.998	36.722	12.122	0.008	0.022	0.008
Si	12.243	39.415	12.166	-0.012	-0.002	0.003
Si	14.964	42.158	12.206	-0.023	0.016	0.014
Si	12.235	44.884	12.224	0	-0.009	0.006
Si	14.949	47.627	12.216	0.021	0.026	-0.002
Si	12.227	50.337	12.191	0.002	0	-0.012
Si	14.928	53.108	12.196	0.04	-0.011	0.001
Si	12.219	55.8	12.244	-0.013	-0.006	-0.006
Si	14.975	58.514	12.27	-0.016	-0.009	0
Si	12.256	61.248	12.306	-0.009	-0.008	0.006
Si	14.981	63.973	12.322	0.004	0.001	0.008

Results
total energy: -383148.556 eV
total energy less fixed offsets of O -438.25, Si -107.07 eV per atom: 18.084 eV
